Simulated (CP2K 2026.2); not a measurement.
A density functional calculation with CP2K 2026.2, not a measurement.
Periodic cell of 3024 atoms, Si2160O864, from a study of silicon, its oxide and their interface. The atomic structure is a simulated model.
Doubt: the forces sum to 4.93 eV/angstrom along one axis rather than to zero, so they err by at least 0.0016 eV/angstrom per atom on average; the grid cutoff is modest.

Settings
functional: PBE
method: Gaussian and plane waves
basis set: DZVP-MOLOPT-SR-GTH
pseudopotentials: GTH-PBE
grid cutoff: 300 Ry, relative cutoff 40 Ry
k points: Gamma only
occupations: fixed
spin: none
net charge: 0

Cell vectors (angstrom)
a 97.92 0 0
b 0 16.32 0
c -2.089 -1.7842 33.295

Atoms: element, x, y, z (angstrom)
Si 1.757 -1.644 -0.282
Si 4.668 1.164 -0.314
Si 1.109 4.414 -0.076
Si 3.914 7.114 0.108
Si 1.719 -6.988 -0.054
Si 4.061 -3.852 -0.168
Si 6.873 -1.109 0.036
Si 9.466 1.748 -0.039
Si 7.265 4.013 -0.076
Si 9.263 6.991 -0.045
Si 7.145 9.24 0.386
Si -6.577 -4.277 -0.09
Si -3.873 -1.645 -0.29
Si -1.534 1.619 -0.142
Si -3.722 3.9 0.016
Si -1.108 6.612 0.149
Si -4.249 -6.41 0.025
Si -1.511 -3.777 -0.202
Si 2.892 0.061 0.939
Si 5.617 2.793 1.114
Si 2.732 5.483 1.279
Si 5.521 8.083 1.544
Si 2.89 -5.401 1.211
Si 5.617 -2.715 1.217
Si 8.374 0.123 1.309
Si -5.388 2.818 1.312
Si 8.295 5.454 1.426
Si -5.433 8.188 1.145
Si 8.359 -5.418 1.459
Si -5.394 -2.7 1.187
Si -2.704 -0.031 1.063
Si 0.054 2.742 1.199
Si -2.641 5.421 1.417
Si 0.124 8.219 1.291
Si -2.622 -5.306 1.259
Si 0.11 -2.667 1.116
Si 1.507 1.353 2.424
Si 4.178 4.076 2.518
Si 1.426 6.835 2.69
Si 4.186 9.599 2.707
Si 1.432 -4.069 2.521
Si 4.185 -1.302 2.48
Si 6.925 1.448 2.617
Si 9.701 4.143 2.757
Si 6.876 6.702 2.817
Si 9.689 -6.85 2.748
Si 6.915 -4.046 2.675
Si -6.714 -1.371 2.627
Si -4.032 1.317 2.54
Si -1.265 4.032 2.692
Si -4.08 6.85 2.584
Si -1.286 -6.737 2.576
Si -4.027 -4.006 2.616
Si -1.27 -1.305 2.48
Si 0.115 0.029 3.845
Si 2.822 2.697 3.872
Si 0.076 5.439 4.014
Si 2.805 8.199 4.019
Si 0.09 -5.408 3.938
Si 2.809 -2.677 3.867
Si 5.538 0.03 3.918
Si 8.275 2.759 4.039
Si 5.48 5.345 4.055
Si 8.264 -8.18 4.084
Si 5.553 -5.385 4.05
Si 8.279 -2.671 4.01
Si -5.362 -0.007 3.966
Si -2.666 2.655 3.956
Si -5.369 5.506 4.022
Si -2.669 8.2 3.913
Si -5.411 -5.424 3.923
Si -2.621 -2.654 3.915
Si 1.38 -1.429 16.216
Si 4.089 1.311 16.267
Si 1.36 4.031 16.231
Si 4.077 6.779 16.258
Si 1.389 -6.851 16.242
Si 4.094 -4.142 16.273
Si 6.79 -1.404 16.304
Si -6.755 1.267 16.111
Si 6.75 4.041 16.246
Si -6.773 6.739 16.126
Si 6.783 -6.777 16.288
Si -6.778 -4.122 16.135
Si -4.021 -1.382 16.169
Si -1.317 1.313 16.185
Si -4.036 4.006 16.133
Si -1.306 6.725 16.138
Si -4.052 9.441 16.088
Si -1.307 -4.139 16.188
Si 2.719 -0.076 17.59
Si 5.42 2.684 17.65
Si 2.727 5.375 17.595
Si 5.372 8.214 17.614
Si 2.738 -5.506 17.645
Si 5.439 -2.79 17.651
Si 8.12 -0.027 17.673
Si -5.354 2.566 17.445
Si 8.114 5.392 17.575
Si -5.393 8.092 17.464
Si 8.153 -5.457 17.692
Si -5.433 -2.732 17.464
Si -2.654 -0.036 17.562
Si 0.002 2.656 17.593
Si -2.711 5.408 17.471
Si 0.061 -8.298 17.542
Si -2.695 -5.56 17.445
Si 0.046 -2.799 17.592
Si 1.369 1.268 18.96
Si 4.024 4.012 19.001
Si 1.434 6.724 19
Si 4.02 -6.837 19.122
Si 1.373 -4.168 18.998
Si 4.043 -1.449 18.978
Si 6.752 1.316 19.03
Si -6.797 3.915 18.644
Si 6.774 6.844 18.847
Si -6.739 9.425 18.826
Si 6.796 -4.112 19.061
Si 9.458 -1.326 19.103
Si -4.011 1.303 18.948
Si -1.408 4.071 18.859
Si -4.085 6.726 18.848
Si -1.395 -6.994 18.798
Si -4.094 -4.175 18.704
Si -1.307 -1.422 18.918
Si 0.023 -0.1 20.357
Si 2.705 2.6 20.398
Si 0.011 5.323 20.223
Si 2.713 8.033 20.552
Si -0.007 -5.699 20.133
Si 2.716 -2.803 20.411
Si 5.353 -0.044 20.339
Si 8.189 2.603 20.365
Si 5.414 5.5 20.149
Si 8.085 8.115 20.332
Si 5.44 -5.457 20.448
Si 8.075 -2.678 20.449
Si -5.248 -0.13 20.377
Si -2.775 2.822 20.293
Si -5.533 5.284 19.979
Si -2.738 -8.296 20.27
Si -5.408 -5.486 20.13
Si -2.702 -2.906 20.057
Si 1.61 -1.229 21.76
Si 3.827 1.01 21.768
Si 1.019 3.689 21.584
Si 4.425 6.878 21.788
Si 0.948 -7.182 21.691
Si 4.363 -3.83 21.77
Si 6.499 -1.48 21.758
Si -6.482 1.489 21.534
Si 6.954 4.293 21.339
Si -7.091 6.336 21.332
Si 6.557 -7.114 21.703
Si 9.554 -3.923 21.748
Si -4.135 -1.925 21.585
Si -1.234 1.54 21.457
Si -4.51 3.928 21.558
Si -1.169 6.81 21.557
Si -3.839 -6.575 21.441
Si -1.564 -4.498 21.305
Si 4.806 -4.386 24.61
Si 10.612 0.62 -4.852
Si 0.712 6.839 -4.113
Si 6.578 -0.824 -6.362
Si -0.029 2.163 25.875
Si 7.511 1.487 -4.858
Si -5.273 6.042 23.637
Si -3.648 1.913 -4.059
Si -8.14 0.052 23.796
Si -2.385 1.016 24.197
Si 1.346 4.502 24.524
Si 7.691 -2.775 -4.539
Si 2.32 -3.395 -4.047
Si -3.538 -4.887 -4.731
Si 6.645 -4.792 -6.432
Si -6.82 7.11 -5.707
Si 0.704 -5.896 24.51
Si 0.049 -3.096 23.703
Si -2.635 -1.888 24.437
Si 5.415 2.822 23.655
Si -1.816 -7.412 25.426
Si -1.757 -2.615 -4.441
Si 3.669 -5.329 -6.089
Si 6.113 -7.663 -3.592
Si -6.466 -5.836 25.851
Si -0.271 5.805 -6.701
Si 5.153 5.517 -5.035
Si -5.51 0.159 -2.25
Si 4.945 -1.808 -4.092
Si 8.326 -2.99 -1.864
Si -5.972 6.852 -2.912
Si -2.697 -1.389 -7.086
Si -3.709 4.85 -2.926
Si 7.865 4.494 -5.123
Si 6.115 -5.26 -1.816
Si 4.103 5.346 24.63
Si -6.988 4.334 25.583
Si -0.716 1.489 -3.174
Si -1.455 5.913 24.433
Si 0.434 -5.192 -2.331
Si -4.138 1.411 -7.01
Si -4.533 -7.552 24.276
Si 0.491 -1.193 -3.217
Si -0.701 -5.243 -5.109
Si 7.689 -7.628 -6.376
Si 1.278 3.861 -3.075
Si -4.61 2.241 25.688
Si -3.963 -7.184 -2.822
Si 7.692 -5.334 23.942
Si -1.817 7.137 -2.675
Si 3.518 8.111 -4.883
Si 3.486 2.941 -5.105
Si 5.06 1.024 -3.277
Si 5.863 6.073 -2.11
Si 1.438 -1.347 5.248
Si 4.163 1.359 5.292
Si 1.473 4.055 5.295
Si 4.155 6.796 5.358
Si 1.419 9.55 5.339
Si 4.144 -4.015 5.321
Si 6.882 -1.32 5.339
Si 9.594 1.39 5.441
Si 6.879 4.051 5.421
Si 9.605 6.81 5.478
Si 6.897 -6.783 5.395
Si -6.757 -4.089 5.321
Si -3.989 -1.349 5.316
Si -1.256 1.333 5.281
Si -4.013 4.065 5.304
Si -1.322 6.817 5.304
Si -4.034 -6.778 5.285
Si -1.286 -4.048 5.279
Si 2.792 -0.004 6.646
Si 5.501 2.682 6.728
Si 2.792 5.423 6.696
Si 5.521 -8.164 6.723
Si 2.796 -5.41 6.681
Si 5.517 -2.687 6.701
Si 8.221 0.01 6.76
Si 10.946 2.741 6.818
Si 8.222 5.433 6.788
Si -5.385 -8.14 6.671
Si -8.122 -5.454 6.682
Si 10.957 -2.72 6.793
Si -2.621 -0.008 6.667
Si 0.089 2.704 6.649
Si -2.659 5.432 6.665
Si 0.049 8.168 6.672
Si -2.657 -5.423 6.638
Si 0.086 -2.706 6.64
Si 1.435 1.343 8.025
Si 4.147 4.067 8.069
Si 1.413 6.791 8.029
Si 4.145 -6.791 8.051
Si 1.424 -4.068 8.033
Si 4.139 -1.347 8.053
Si 6.852 1.349 8.12
Si 9.573 4.086 8.17
Si 6.859 6.805 8.119
Si -6.754 -6.806 8.04
Si 6.866 -4.063 8.078
Si 9.579 -1.355 8.13
Si -4.009 1.348 8.009
Si -1.284 4.065 8.008
Si -4.033 6.79 8.017
Si -1.313 -6.793 8.019
Si -4.02 -4.089 8.019
Si -1.277 -1.377 8.024
Si 0.078 -0.022 9.387
Si 2.781 2.697 9.411
Si 0.06 5.421 9.385
Si 2.78 -8.171 9.395
Si 0.06 -5.446 9.381
Si 2.783 -2.723 9.407
Si 5.485 -0.013 9.456
Si 8.201 2.71 9.498
Si 5.493 5.425 9.451
Si -8.116 -8.175 9.397
Si 5.504 -5.441 9.428
Si 8.213 -2.723 9.478
Si -5.382 -0.02 9.359
Si -2.649 2.701 9.369
Si -5.395 5.424 9.375
Si -2.668 -8.171 9.375
Si -5.382 -5.454 9.383
Si -2.648 -2.739 9.374
Si 1.42 -1.378 10.772
Si 4.122 1.345 10.805
Si 1.411 4.057 10.755
Si 4.123 -9.53 10.786
Si 1.414 -6.816 10.748
Si 4.132 -4.09 10.781
Si 6.841 -1.37 10.825
Si 9.554 1.351 10.87
Si 6.833 4.072 10.842
Si -6.758 -9.548 10.743
Si -9.494 -6.826 10.745
Si 9.554 -4.079 10.874
Si -4.023 -1.385 10.719
Si -1.297 1.33 10.732
Si -4.028 4.051 10.717
Si -1.309 6.78 10.732
Si -4.031 -6.824 10.744
Si -1.3 -4.1 10.746
Si 2.768 -0.03 12.155
Si 5.469 2.7 12.187
Si 2.759 5.415 12.128
Si 5.476 -8.176 12.167
Si 2.77 -5.468 12.126
Si 5.475 -2.736 12.167
Si 8.189 -0.021 12.212
Si 10.9 2.71 12.249
Si 8.182 5.434 12.215
Si -5.396 -8.192 12.097
Si -8.13 -5.466 12.087
Si 10.906 -2.732 12.26
Si -2.66 -0.037 12.085
Si 0.062 2.674 12.102
Si -2.667 5.401 12.076
Si 0.055 8.131 12.098
Si -2.661 -5.467 12.1
Si 0.059 -2.753 12.12
Si 1.4 1.323 13.502
Si 4.088 4.058 13.524
Si 1.396 6.768 13.479
Si 4.107 -6.826 13.517
Si 1.411 -4.12 13.489
Si 4.112 -1.394 13.534
Si 6.815 1.329 13.558
Si 9.521 4.066 13.589
Si 6.818 -9.524 13.564
Si -6.777 -6.834 13.44
Si 6.818 -4.086 13.549
Si 9.53 -1.383 13.597
Si -4.027 1.321 13.431
Si -1.312 4.03 13.431
Si -4.033 6.744 13.434
Si -1.3 9.488 13.454
Si -4.026 -4.109 13.451
Si -1.314 -1.398 13.464
Si 0.039 -0.056 14.843
Si 2.743 2.678 14.889
Si 0.042 5.366 14.802
Si 2.738 8.124 14.864
Si 0.058 -5.491 14.842
Si 2.757 -2.778 14.88
Si 5.457 -0.039 14.915
Si 8.159 2.687 14.933
Si 5.431 5.427 14.887
Si 8.157 -8.168 14.962
Si 5.454 -5.453 14.882
Si 8.16 -2.744 14.945
Si -5.38 -0.065 14.766
Si -2.658 2.667 14.791
Si -5.401 5.377 14.785
Si -2.657 8.097 14.775
Si -5.407 -5.476 14.78
Si -2.664 -2.762 14.829
Si 18.019 -1.536 0.094
Si 20.757 1.129 0.097
Si 17.441 4.492 0.14
Si 20.286 7.118 0.149
Si 18.043 -7.036 0.149
Si 20.251 -3.674 0.449
Si 22.871 -1.138 0.288
Si 25.865 1.676 -0.123
Si 23.614 3.927 -0.142
Si 25.618 7.162 -0.052
Si 23.266 9.269 0.147
Si 10.001 -4.214 0.282
Si 12.664 -1.639 0.084
Si 14.873 1.587 0.179
Si 12.738 3.881 0.181
Si 15.253 6.709 0.218
Si 11.989 -6.628 -0.113
Si 14.952 -3.808 -0.004
Si 19.134 0.064 1.424
Si 21.958 2.798 1.24
Si 19.112 5.522 1.415
Si 21.794 8.18 1.563
Si 19.092 -5.401 1.501
Si 21.754 -2.539 1.771
Si 24.622 0.09 1.272
Si 11.032 2.789 1.373
Si 24.613 5.488 1.31
Si 10.951 -8.227 1.245
Si 24.429 -5.454 1.455
Si 11.166 -2.697 1.546
Si 13.709 -0.001 1.429
Si 16.424 2.806 1.432
Si 13.764 5.476 1.521
Si 16.497 8.181 1.512
Si 13.745 -5.501 1.162
Si 16.426 -2.663 1.427
Si 17.787 1.437 2.76
Si 20.53 4.1 2.661
Si 17.811 6.821 2.882
Si 20.482 9.605 2.881
Si 17.704 -4.059 2.835
Si 20.373 -1.192 3.001
Si 23.254 1.444 2.707
Si 25.934 4.176 2.763
Si 23.191 6.749 2.778
Si 25.825 -6.794 2.835
Si 23.163 -4.041 2.869
Si 9.683 -1.285 2.7
Si 12.305 1.35 2.752
Si 15.091 4.107 2.869
Si 12.311 6.838 2.721
Si 15.05 -6.751 2.706
Si 12.495 -4.162 2.758
Si 15.101 -1.301 2.803
Si 16.435 0.07 4.15
Si 19.17 2.779 4.102
Si 16.435 5.467 4.217
Si 19.136 8.211 4.217
Si 16.35 -5.416 4.166
Si 19.047 -2.681 4.229
Si 21.864 0.149 4.189
Si 24.556 2.796 4.128
Si 21.817 5.429 4.136
Si 24.498 -8.176 4.183
Si 21.822 -5.381 4.247
Si 24.52 -2.655 4.185
Si 10.977 0.022 4.138
Si 13.676 2.72 4.129
Si 11.004 5.493 4.136
Si 13.687 8.2 4.074
Si 11.049 -5.472 4.096
Si 13.763 -2.726 4.133
Si 17.643 -1.382 16.457
Si 20.343 1.373 16.476
Si 17.631 4.074 16.461
Si 20.36 6.833 16.449
Si 17.651 -6.77 16.444
Si 20.383 -4.022 16.45
Si 23.092 -1.317 16.456
Si 9.5 1.305 16.3
Si 23.088 4.095 16.444
Si 9.526 -9.54 16.314
Si 23.094 -6.743 16.462
Si 9.506 -4.078 16.345
Si 12.222 -1.341 16.408
Si 14.92 1.354 16.414
Si 12.211 4.062 16.343
Si 14.93 6.808 16.401
Si 12.221 -6.806 16.38
Si 14.943 -4.085 16.464
Si 18.999 -0.041 17.826
Si 21.703 2.755 17.821
Si 19.019 5.431 17.8
Si 21.702 8.224 17.796
Si 18.989 -5.359 17.788
Si 21.763 -2.69 17.831
Si 24.418 0.07 17.815
Si 10.889 2.618 17.653
Si 24.45 5.492 17.749
Si 10.863 -8.181 17.726
Si 24.457 -5.379 17.831
Si 10.823 -2.692 17.73
Si 13.584 0.003 17.812
Si 16.224 2.718 17.809
Si 13.514 5.461 17.718
Si 16.288 -8.161 17.778
Si 13.562 -5.472 17.79
Si 16.283 -2.72 17.869
Si 17.565 1.292 19.132
Si 20.368 4.104 19.214
Si 17.649 6.784 19.124
Si 20.369 -6.665 19.134
Si 17.654 -4.071 19.249
Si 20.408 -1.37 19.215
Si 23.036 1.395 19.189
Si 9.438 3.941 18.876
Si 23.033 6.792 19.096
Si 9.497 -6.827 19.066
Si 23.144 -4.007 19.225
Si 25.753 -1.269 19.192
Si 12.214 1.354 19.176
Si 14.79 4.105 19.115
Si 12.183 -9.532 19.14
Si 14.908 -6.864 19.178
Si 12.165 -4.065 19.078
Si 14.894 -1.368 19.23
Si 16.217 -0.007 20.629
Si 18.976 2.64 20.422
Si 16.199 5.425 20.426
Si 19.006 8.241 20.4
Si 16.264 -5.473 20.552
Si 19.069 -2.744 20.621
Si 21.73 0.025 20.622
Si 24.44 2.837 20.369
Si 21.718 5.498 20.588
Si 24.395 8.142 20.424
Si 21.78 -5.375 20.56
Si 24.429 -2.587 20.643
Si 10.867 -0.049 20.528
Si 13.423 2.842 20.597
Si 10.686 5.333 20.221
Si 13.551 -8.242 20.61
Si 10.804 -5.428 20.425
Si 13.488 -2.752 20.531
Si 17.922 -1.121 21.869
Si 20.083 1.144 21.854
Si 17.315 3.751 21.568
Si 20.582 7.222 21.754
Si 17.391 -7.131 21.79
Si 20.701 -3.853 21.987
Si 22.849 -1.489 22.068
Si 9.721 1.507 21.85
Si 23.407 4.358 21.789
Si 9.12 6.42 21.538
Si 22.927 -7.028 21.782
Si 25.989 -3.767 21.925
Si 11.841 -1.748 21.897
Si 15.003 1.648 21.85
Si 11.67 3.987 21.841
Si 15.167 -9.428 21.959
Si 12.431 -6.494 21.73
Si 14.672 -4.298 21.824
Si 21.283 -4.911 24.735
Si 24.747 -0.888 -3.785
Si 16.869 6.411 -4.322
Si 22.883 1.794 -6.643
Si 14.123 1.281 24.874
Si 20.739 -1.735 -4.314
Si 10.895 6.112 23.903
Si 13.021 2.05 -3.782
Si 8.232 -0.281 24.071
Si 18.201 2.341 -6.331
Si 17.698 4.203 24.465
Si 23.446 -2.395 -5.793
Si 19.625 -4.245 -3.342
Si 12.961 -4.292 -4.511
Si 23.306 -5.173 -6.435
Si 10.402 7.877 -5.12
Si 17.308 -5.972 24.539
Si 16.659 -3.133 23.947
Si 15.836 -1.487 -6.565
Si 21.49 3.153 23.782
Si 14.427 -6.213 25.77
Si 14.82 -2.182 -3.99
Si 20.258 -5.358 -5.971
Si 21.561 6.348 -5.159
Si 9.779 -5.443 26.029
Si 15.274 5.737 -6.949
Si 20.714 3.891 -6.857
Si 11.387 0.242 -2.091
Si 18.614 -0.628 -6.291
Si 24.128 -3.149 -1.839
Si 9.581 5.867 -3.06
Si 9.675 -2.289 25.798
Si 12.417 4.871 -2.736
Si 24.748 3.87 -6.978
Si 21.92 -5.179 -1.802
Si 19.988 5.77 24.255
Si 12.085 6.049 -7.129
Si 16.085 1.971 -4.06
Si 15.181 5.636 24.926
Si 16.908 -5.217 -2.111
Si 12.405 -1.17 24.978
Si 11.849 -7.424 24.576
Si 16.229 -0.194 -2.122
Si 15.854 -4.812 -4.748
Si 23.804 -8.168 -6.576
Si 17.788 3.883 -2.848
Si 7.726 2.159 25.733
Si 12.393 -6.912 -3.193
Si 24.194 -5.303 24.039
Si 14.398 7.329 -2.657
Si 18.944 8.08 -5.869
Si 20.356 2.682 -2.528
Si 22.201 0.72 -3.906
Si 21.727 5.408 -2.091
Si 17.719 -1.307 5.568
Si 20.484 1.459 5.547
Si 17.801 4.097 5.522
Si 20.487 6.814 5.532
Si 17.726 9.551 5.531
Si 20.437 -4.026 5.573
Si 23.154 -1.295 5.542
Si 25.846 1.42 5.554
Si 23.174 4.106 5.527
Si 25.869 6.829 5.566
Si 23.165 -6.789 5.563
Si 9.633 -4.066 5.375
Si 12.344 -1.369 5.455
Si 15.038 1.386 5.504
Si 12.333 4.1 5.482
Si 15.026 6.842 5.489
Si 12.355 -6.802 5.499
Si 15.052 -4.054 5.558
Si 19.113 0.057 6.886
Si 21.819 2.788 6.933
Si 19.115 5.471 6.901
Si 21.808 -8.141 6.923
Si 19.076 -5.408 6.907
Si 21.796 -2.656 6.916
Si 24.502 0.053 6.924
Si 27.205 2.767 6.932
Si 24.507 5.47 6.916
Si 10.966 -8.154 6.835
Si 8.258 -5.42 6.747
Si 27.219 -2.681 6.941
Si 13.675 0.004 6.84
Si 16.403 2.744 6.865
Si 13.678 5.464 6.85
Si 16.367 8.189 6.883
Si 13.673 -5.426 6.876
Si 16.38 -2.683 6.923
Si 17.735 1.389 8.252
Si 20.449 4.129 8.291
Si 17.725 6.823 8.242
Si 20.43 -6.777 8.267
Si 17.729 -4.05 8.276
Si 20.436 -1.307 8.278
Si 23.145 1.402 8.295
Si 25.85 4.12 8.301
Si 23.157 6.83 8.293
Si 9.585 -6.781 8.15
Si 23.138 -4.038 8.279
Si 25.858 -1.311 8.291
Si 12.298 1.369 8.18
Si 15.03 4.102 8.217
Si 12.302 6.806 8.21
Si 15.014 -6.78 8.251
Si 12.289 -4.067 8.198
Si 15 -1.335 8.251
Si 16.362 0.026 9.604
Si 19.075 2.754 9.627
Si 16.364 5.459 9.602
Si 19.064 -8.135 9.623
Si 16.358 -5.416 9.619
Si 19.075 -2.68 9.633
Si 21.782 0.045 9.654
Si 24.492 2.761 9.665
Si 21.788 5.485 9.66
Si 8.214 -8.156 9.488
Si 21.774 -5.402 9.634
Si 24.494 -2.675 9.647
Si 10.926 -0.002 9.52
Si 13.65 2.729 9.557
Si 10.926 5.442 9.545
Si 13.643 -8.149 9.587
Si 10.928 -5.437 9.54
Si 13.633 -2.71 9.581
Si 17.696 -1.335 10.986
Si 20.412 1.397 11.008
Si 17.704 4.102 10.984
Si 20.408 -9.486 11.007
Si 17.701 -6.781 10.986
Si 20.415 -4.047 11.002
Si 23.132 -1.324 11.014
Si 25.843 1.402 11.031
Si 23.125 4.117 11.025
Si 9.554 -9.512 10.88
Si 6.84 -6.798 10.826
Si 25.846 -4.026 11.025
Si 12.264 -1.352 10.92
Si 14.986 1.375 10.951
Si 12.277 4.08 10.913
Si 14.992 6.813 10.955
Si 12.269 -6.788 10.929
Si 14.981 -4.061 10.962
Si 19.041 0.031 12.353
Si 21.756 2.758 12.383
Si 19.044 5.465 12.36
Si 21.754 -8.116 12.369
Si 19.045 -5.413 12.353
Si 21.76 -2.68 12.371
Si 24.479 0.038 12.386
Si 27.196 2.763 12.397
Si 24.473 5.49 12.379
Si 10.898 -8.158 12.268
Si 8.189 -5.45 12.215
Si 27.2 -2.665 12.401
Si 13.619 0 12.298
Si 16.333 2.731 12.329
Si 13.623 5.439 12.293
Si 16.33 8.177 12.336
Si 13.614 -5.427 12.309
Si 16.327 -2.701 12.338
Si 17.665 1.367 13.716
Si 20.379 4.104 13.744
Si 17.67 6.817 13.715
Si 20.389 -6.766 13.733
Si 17.674 -4.064 13.709
Si 20.386 -1.323 13.725
Si 23.105 1.388 13.741
Si 25.822 4.129 13.738
Si 23.102 -9.476 13.736
Si 9.526 -6.798 13.616
Si 23.11 -4.037 13.739
Si 25.837 -1.309 13.762
Si 12.242 1.358 13.636
Si 14.967 4.086 13.678
Si 12.252 6.799 13.634
Si 14.961 9.538 13.686
Si 12.251 -4.07 13.668
Si 14.954 -1.356 13.7
Si 16.305 -0.003 15.079
Si 19.003 2.729 15.093
Si 16.306 5.443 15.066
Si 19.012 8.189 15.08
Si 16.302 -5.417 15.07
Si 19.02 -2.693 15.072
Si 21.727 0.039 15.103
Si 24.463 2.756 15.09
Si 21.737 5.477 15.096
Si 24.451 -8.086 15.079
Si 21.738 -5.393 15.095
Si 24.463 -2.672 15.104
Si 10.884 -0.033 14.968
Si 13.596 2.712 15.012
Si 10.877 5.421 14.958
Si 13.589 8.164 15.02
Si 10.877 -5.442 15.002
Si 13.596 -2.72 15.072
Si 34.165 -1.578 -0.017
Si 36.973 1.235 0.249
Si 33.694 4.282 0.167
Si 36.52 7.041 0.041
Si 34.198 -7.154 0.187
Si 36.42 -3.826 0.074
Si 39.022 -1.081 0.351
Si 41.915 1.7 0.139
Si 39.787 3.952 0.351
Si 41.833 7.117 0.278
Si 39.569 9.291 0.272
Si 26.074 -4.333 0.252
Si 28.628 -1.732 0.19
Si 31 1.485 0.282
Si 28.981 3.857 0.207
Si 31.58 6.619 0.261
Si 28.344 -6.474 0.213
Si 30.945 -3.847 0.178
Si 35.28 0.036 1.377
Si 38.142 2.771 1.566
Si 35.373 5.43 1.382
Si 37.996 8.139 1.527
Si 35.291 -5.43 1.393
Si 37.903 -2.705 1.563
Si 40.735 0.096 1.46
Si 27.269 2.782 1.409
Si 40.856 5.508 1.683
Si 27.183 -8.113 1.399
Si 40.7 -5.461 1.597
Si 27.19 -2.811 1.627
Si 29.773 -0.066 1.488
Si 32.594 2.706 1.513
Si 29.99 5.476 1.54
Si 32.699 8.124 1.621
Si 29.898 -5.395 1.571
Si 32.6 -2.685 1.393
Si 33.986 1.374 2.822
Si 36.705 4.121 2.825
Si 34.065 6.746 2.902
Si 36.677 9.587 2.831
Si 33.918 -4.084 2.787
Si 36.572 -1.308 2.874
Si 39.448 1.407 2.936
Si 42.215 4.142 2.969
Si 39.352 6.806 2.927
Si 42.108 -6.774 2.934
Si 39.344 -4.033 2.871
Si 25.846 -1.289 2.783
Si 28.5 1.36 2.842
Si 31.3 4.097 2.916
Si 28.552 6.85 2.784
Si 31.288 -6.781 2.86
Si 28.576 -4.091 2.994
Si 31.27 -1.325 2.814
Si 32.614 0.035 4.196
Si 35.344 2.747 4.184
Si 32.667 5.438 4.267
Si 35.359 8.199 4.223
Si 32.615 -5.41 4.223
Si 35.251 -2.706 4.205
Si 38.015 0.031 4.22
Si 40.794 2.777 4.281
Si 38.011 5.455 4.268
Si 40.728 -8.133 4.262
Si 38.017 -5.4 4.235
Si 40.704 -2.665 4.221
Si 27.174 0.026 4.219
Si 29.895 2.724 4.204
Si 27.241 5.498 4.188
Si 29.906 8.184 4.189
Si 27.177 -5.458 4.258
Si 29.954 -2.675 4.247
Si 34.008 -1.297 16.568
Si 36.714 1.444 16.513
Si 33.996 4.164 16.485
Si 36.751 6.916 16.504
Si 34.023 -6.687 16.553
Si 36.689 -3.987 16.568
Si 39.417 -1.301 16.483
Si 25.817 1.425 16.482
Si 39.433 4.162 16.48
Si 25.805 -9.44 16.427
Si 39.44 -6.738 16.498
Si 25.819 -4.025 16.471
Si 28.539 -1.304 16.523
Si 31.278 1.392 16.476
Si 28.538 4.133 16.426
Si 31.294 6.91 16.51
Si 28.548 -6.724 16.465
Si 31.289 -3.988 16.536
Si 35.393 0.081 17.909
Si 38.064 2.828 17.868
Si 35.401 5.524 17.81
Si 38.075 8.29 17.916
Si 35.346 -5.326 17.992
Si 38.068 -2.62 17.905
Si 40.777 0.098 17.783
Si 27.212 2.784 17.819
Si 40.816 5.548 17.782
Si 27.149 -8.067 17.793
Si 40.829 -5.421 17.857
Si 27.138 -2.66 17.863
Si 29.94 0.04 17.873
Si 32.612 2.792 17.803
Si 29.854 5.536 17.76
Si 32.682 -8.057 17.901
Si 29.891 -5.357 17.837
Si 32.658 -2.66 17.958
Si 33.992 1.482 19.184
Si 36.724 4.22 19.244
Si 34.116 6.875 19.2
Si 36.74 -6.654 19.363
Si 34.01 -3.958 19.424
Si 36.792 -1.21 19.345
Si 39.449 1.465 19.178
Si 25.863 4.211 19.115
Si 39.485 6.898 19.186
Si 25.788 -6.749 19.192
Si 39.437 -4.061 19.171
Si 42.187 -1.257 19.059
Si 28.585 1.424 19.191
Si 31.193 4.168 19.076
Si 28.494 -9.432 19.122
Si 31.288 -6.655 19.206
Si 28.488 -4.048 19.21
Si 31.26 -1.324 19.297
Si 32.626 0.128 20.553
Si 35.335 2.87 20.577
Si 32.635 5.473 20.341
Si 35.42 8.212 20.697
Si 32.551 -5.312 20.742
Si 35.417 -2.544 20.772
Si 38.197 0.212 20.72
Si 40.865 2.854 20.389
Si 38.142 5.563 20.574
Si 40.844 8.213 20.603
Si 38.143 -5.269 20.744
Si 40.856 -2.66 20.346
Si 27.18 0.054 20.494
Si 29.864 2.896 20.539
Si 27.147 5.628 20.564
Si 29.881 -8.096 20.414
Si 27.103 -5.399 20.601
Si 29.827 -2.699 20.614
Si 34.266 -0.828 21.934
Si 36.535 1.421 21.969
Si 33.613 3.929 21.789
Si 37.169 7.192 21.984
Si 33.661 -7.056 21.857
Si 37.151 -3.528 22.074
Si 39.531 -1.435 21.8
Si 26.037 1.741 21.617
Si 39.728 4.322 21.789
Si 25.485 6.694 21.886
Si 39.397 -6.864 21.982
Si 42.308 -3.801 21.77
Si 28.22 -1.557 21.879
Si 31.411 1.702 21.79
Si 28.26 4.05 21.868
Si 31.467 -9.313 21.597
Si 28.677 -6.668 21.794
Si 30.779 -4.303 22.06
Si 37.683 -3.999 24.968
Si 40.015 0.164 -6.197
Si 33.95 6.76 -4.033
Si 38.04 2.185 -6.952
Si 29.411 0.465 23.909
Si 36.633 -2.135 -4.376
Si 28.645 5.28 24.817
Si 29.347 2.815 -4.919
Si 23.242 -0.482 25.078
Si 33.329 2.255 -7.021
Si 33.481 4.802 24.694
Si 39.444 -3.54 -3.946
Si 34.587 -4.135 -3.528
Si 29.19 -4.387 -4.293
Si 39.848 -4.597 -6.582
Si 26.104 6.339 -5.774
Si 33.931 -6.386 24.905
Si 33.767 -0.88 24.904
Si 30.482 -4.106 25.129
Si 38.055 3.104 24.173
Si 30.952 -7.014 25.726
Si 29.748 -1.504 -3.605
Si 37.685 -6.649 -6.645
Si 39.49 5.938 -4.807
Si 28.346 -4.271 -7.145
Si 34.258 5.086 -6.569
Si 37.153 5.097 -6.552
Si 27.369 -0.182 -2.231
Si 35.483 -1.957 -7.252
Si 40.868 -2.428 -1.629
Si 26.832 6.969 -2.985
Si 29.939 -1.566 -6.758
Si 29.008 4.809 -2.712
Si 41.531 4.391 -6.553
Si 37.958 -5.626 -2.095
Si 37.359 6.078 24.873
Si 28.802 5.316 -6.843
Si 32.347 1.884 -4.318
Si 31.18 6.532 24.498
Si 32.722 -5.422 -1.883
Si 28.021 0.937 -6.915
Si 27.199 8.022 24.11
Si 32.165 -0.322 -2.108
Si 32.198 -4.918 -4.714
Si 41.737 -6.663 -7.239
Si 36.79 2.678 -2.503
Si 26.604 1.451 24.368
Si 28.898 -7.159 -2.734
Si 40.592 -4.993 24.177
Si 31.057 7.039 -2.727
Si 35.932 -6.96 -4.072
Si 34.189 3.849 -2.89
Si 37.682 0.648 -4.454
Si 38.291 5.419 -1.986
Si 33.94 -1.331 5.585
Si 36.686 1.407 5.583
Si 34.009 4.083 5.608
Si 36.692 6.852 5.616
Si 33.98 9.55 5.577
Si 36.648 -4.035 5.575
Si 39.359 -1.321 5.598
Si 42.104 1.395 5.64
Si 39.399 4.118 5.616
Si 42.106 6.844 5.613
Si 39.384 -6.749 5.605
Si 25.856 -4.027 5.573
Si 28.566 -1.314 5.576
Si 31.265 1.39 5.574
Si 28.567 4.116 5.563
Si 31.276 6.831 5.566
Si 28.563 -6.795 5.594
Si 31.283 -4.046 5.607
Si 35.319 0.039 6.936
Si 38.039 2.757 6.968
Si 35.336 5.48 6.966
Si 38.047 -8.112 6.977
Si 35.322 -5.403 6.953
Si 38.01 -2.683 6.955
Si 40.729 0.033 6.969
Si 43.465 2.762 6.986
Si 40.754 5.482 6.975
Si 27.211 -8.141 6.957
Si 24.502 -5.401 6.925
Si 43.456 -2.676 6.957
Si 29.913 0.044 6.95
Si 32.625 2.743 6.954
Si 29.924 5.473 6.937
Si 32.617 8.2 6.943
Si 29.913 -5.41 6.948
Si 32.617 -2.679 6.978
Si 33.979 1.395 8.324
Si 36.695 4.13 8.332
Si 33.973 6.845 8.318
Si 36.684 -6.749 8.326
Si 33.981 -4.037 8.328
Si 36.674 -1.308 8.318
Si 39.391 1.401 8.334
Si 42.108 4.123 8.336
Si 39.408 6.852 8.334
Si 25.858 -6.755 8.301
Si 39.38 -4.027 8.324
Si 42.106 -1.316 8.323
Si 28.56 1.412 8.306
Si 31.278 4.122 8.312
Si 28.57 6.827 8.317
Si 31.273 -6.758 8.317
Si 28.565 -4.041 8.311
Si 31.261 -1.312 8.327
Si 32.622 0.046 9.692
Si 35.334 2.768 9.688
Si 32.625 5.487 9.687
Si 35.33 -8.11 9.686
Si 32.625 -5.394 9.687
Si 35.33 -2.669 9.69
Si 38.035 0.045 9.692
Si 40.755 2.761 9.691
Si 38.049 5.494 9.694
Si 24.497 -8.116 9.659
Si 38.037 -5.386 9.692
Si 40.75 -2.671 9.684
Si 27.205 0.048 9.667
Si 29.916 2.768 9.677
Si 27.204 5.477 9.675
Si 29.919 -8.117 9.681
Si 27.207 -5.395 9.674
Si 29.911 -2.676 9.683
Si 33.978 -1.31 11.058
Si 36.691 1.415 11.057
Si 33.987 4.137 11.056
Si 36.694 -9.457 11.054
Si 33.987 -6.741 11.056
Si 36.691 -4.018 11.058
Si 39.402 -1.308 11.054
Si 42.13 1.404 11.04
Si 39.408 4.133 11.049
Si 25.848 -9.472 11.03
Si 23.124 -6.758 11.01
Si 42.124 -4.026 11.034
Si 28.559 -1.308 11.04
Si 31.272 1.416 11.051
Si 28.56 4.125 11.043
Si 31.278 6.855 11.054
Si 28.565 -6.748 11.042
Si 31.274 -4.028 11.048
Si 35.338 0.052 12.419
Si 38.052 2.781 12.417
Si 35.341 5.508 12.422
Si 38.053 -8.088 12.415
Si 35.34 -5.374 12.426
Si 38.046 -2.659 12.425
Si 40.773 0.051 12.407
Si 43.501 2.768 12.385
Si 40.779 5.502 12.386
Si 27.202 -8.107 12.395
Si 24.474 -5.386 12.371
Si 43.496 -2.672 12.388
Si 29.916 0.049 12.41
Si 32.632 2.776 12.419
Si 29.916 5.492 12.406
Si 32.633 8.226 12.421
Si 29.918 -5.381 12.413
Si 32.625 -2.67 12.421
Si 33.991 1.414 13.784
Si 36.705 4.154 13.783
Si 34 6.886 13.792
Si 36.713 -6.715 13.793
Si 33.987 -4.013 13.795
Si 36.691 -1.298 13.795
Si 39.42 1.42 13.768
Si 42.145 4.144 13.736
Si 39.431 -9.453 13.75
Si 25.833 -6.736 13.736
Si 39.406 -4.022 13.778
Si 42.142 -1.312 13.758
Si 28.548 1.404 13.765
Si 31.28 4.145 13.776
Si 28.564 6.861 13.762
Si 31.286 9.599 13.785
Si 28.566 -4.012 13.772
Si 31.275 -1.304 13.783
Si 32.653 0.035 15.151
Si 35.348 2.786 15.138
Si 32.631 5.528 15.139
Si 35.358 8.26 15.163
Si 32.639 -5.362 15.172
Si 35.338 -2.656 15.173
Si 38.058 0.073 15.139
Si 40.786 2.799 15.104
Si 38.078 5.53 15.127
Si 40.785 -8.085 15.102
Si 38.057 -5.353 15.181
Si 40.777 -2.668 15.122
Si 27.188 0.051 15.14
Si 29.92 2.761 15.112
Si 27.174 5.501 15.09
Si 29.923 8.234 15.126
Si 27.187 -5.372 15.106
Si 29.916 -2.649 15.157
Si 50.408 -1.532 0.164
Si 53.145 1.009 -0.039
Si 49.819 4.242 0.359
Si 52.694 6.937 0.176
Si 50.482 -7.127 0.081
Si 52.618 -3.786 -0.181
Si 55.464 -1.118 0.067
Si 58.162 1.555 0.107
Si 55.944 3.74 0.137
Si -39.811 6.805 0.053
Si -42.003 9.085 0.033
Si 42.244 -4.325 0.301
Si 44.91 -1.464 0.22
Si 47.245 1.536 0.236
Si 45.114 3.838 0.211
Si 47.806 6.668 0.213
Si 44.608 -6.363 0.247
Si 47.15 -3.725 0.267
Si 51.614 -0.009 1.43
Si 54.277 2.612 1.325
Si 51.542 5.377 1.472
Si -43.615 8.09 1.422
Si 51.609 -5.426 1.247
Si 54.274 -2.771 1.231
Si 57.008 0.002 1.426
Si 43.479 2.774 1.525
Si -40.899 5.328 1.477
Si 43.477 -8.05 1.478
Si -40.913 -5.546 1.282
Si 43.365 -2.657 1.518
Si 46.097 0.023 1.573
Si 48.761 2.661 1.639
Si 46.174 5.506 1.471
Si 48.92 8.206 1.526
Si 46.141 -5.323 1.621
Si 48.833 -2.66 1.482
Si 50.264 1.337 2.828
Si 52.965 4.008 2.728
Si 50.243 6.789 2.866
Si -44.944 9.566 2.695
Si 50.226 -4.12 2.715
Si 52.978 -1.421 2.731
Si 55.641 1.333 2.784
Si -39.458 4.042 2.78
Si -42.279 6.712 2.784
Si -39.538 -6.897 2.68
Si -42.273 -4.135 2.61
Si 42.034 -1.289 2.854
Si 44.752 1.378 2.918
Si 47.454 4.121 2.925
Si 44.81 6.86 2.821
Si 47.533 -6.755 2.847
Si 44.763 -3.961 2.935
Si 47.532 -1.298 2.884
Si 48.912 0.021 4.221
Si 51.619 2.709 4.151
Si 48.875 5.455 4.232
Si -46.285 8.197 4.117
Si 48.909 -5.416 4.175
Si 51.594 -2.754 4.091
Si 54.317 -0.058 4.123
Si -40.873 2.692 4.105
Si -43.627 5.372 4.127
Si -40.888 -8.215 4.083
Si -43.587 -5.435 4.072
Si -40.896 -2.781 4.005
Si 43.408 0.019 4.257
Si 46.119 2.749 4.266
Si 43.527 5.522 4.285
Si 46.175 8.197 4.193
Si 43.443 -5.377 4.27
Si 46.176 -2.649 4.254
Si 50.349 -1.322 16.434
Si 53.059 1.389 16.362
Si 50.323 4.149 16.398
Si -44.887 6.838 16.345
Si 50.351 -6.749 16.411
Si 53.048 -4.049 16.404
Si 55.76 -1.355 16.338
Si 42.162 1.443 16.444
Si -42.206 4.069 16.294
Si 42.175 -9.434 16.433
Si -42.168 -6.737 16.323
Si 42.145 -4.042 16.46
Si 44.909 -1.323 16.427
Si 47.635 1.403 16.414
Si 44.903 4.141 16.418
Si 47.634 6.87 16.443
Si 44.898 -6.767 16.433
Si 47.621 -4.029 16.422
Si 51.739 0.053 17.763
Si 54.386 2.749 17.743
Si 51.707 5.495 17.752
Si -43.586 8.28 17.659
Si 51.682 -5.377 17.8
Si 54.443 -2.708 17.743
Si 57.112 0.011 17.684
Si 43.569 2.778 17.785
Si -40.807 5.437 17.551
Si 43.541 -8.106 17.819
Si -40.755 -5.416 17.674
Si 43.536 -2.684 17.766
Si 46.285 0.039 17.771
Si 48.987 2.782 17.764
Si 46.237 5.525 17.778
Si 49.042 -8.111 17.801
Si 46.269 -5.407 17.761
Si 49.001 -2.697 17.799
Si 50.412 1.471 19.115
Si 53.024 4.114 19.124
Si 50.444 6.88 19.182
Si 53.03 -6.72 19.174
Si 50.339 -4.039 19.221
Si 53.102 -1.334 19.112
Si 55.758 1.36 19.06
Si 42.231 4.212 19.084
Si -42.149 6.883 18.809
Si 42.211 -6.781 19.234
Si 55.86 -4.065 19.07
Si 58.479 -1.299 19.07
Si 44.935 1.391 19.135
Si 47.595 4.153 19.091
Si 44.908 -9.439 19.189
Si 47.693 -6.707 19.119
Si 44.85 -4.112 19.11
Si 47.655 -1.317 19.125
Si 49.071 0.058 20.414
Si 51.71 2.817 20.629
Si 49.022 5.472 20.402
Si 51.701 8.297 20.676
Si 48.967 -5.368 20.625
Si 51.732 -2.654 20.521
Si 54.461 0.03 20.49
Si 57.127 2.723 20.353
Si 54.442 5.619 20.194
Si -40.844 8.161 20.247
Si 54.514 -5.391 20.452
Si 57.181 -2.682 20.457
Si 43.535 0.039 20.473
Si 46.275 2.786 20.483
Si 43.537 5.531 20.551
Si 46.338 -8.062 20.447
Si 43.552 -5.451 20.626
Si 46.249 -2.734 20.36
Si 50.623 -1.022 21.813
Si 52.888 1.148 21.833
Si 49.997 3.938 21.886
Si 53.437 7.098 21.713
Si 50.006 -6.945 22.069
Si 53.417 -3.757 21.713
Si 55.655 -1.517 21.825
Si 42.391 1.698 21.692
Si 55.961 4.41 21.426
Si 41.912 6.573 21.922
Si 55.659 -7.038 21.715
Si 58.74 -3.843 21.781
Si 44.643 -1.681 21.63
Si 47.895 1.597 21.688
Si 44.646 3.886 21.788
Si 47.895 -9.283 21.688
Si 45.271 -6.539 21.866
Si 47.329 -4.166 21.844
Si -43.922 -4.447 24.452
Si -37.76 2.029 -3.887
Si 45.901 4.497 -6.469
Si -42.376 2.083 -6.089
Si 44.624 -0.84 24.394
Si -45.231 2.582 -5.497
Si 42.466 7.125 24.971
Si 43.032 -0.207 -5.124
Si 41.543 -0.166 23.881
Si 46.798 1.168 24.437
Si -47.756 5.27 24.812
Si -41.597 -2.949 -5.024
Si -42.8 -6.962 -3.001
Si 45.562 -4.663 -4.283
Si -41.813 -5.033 -6.871
Si 41.627 7.973 -4.925
Si -48.129 -5.42 24.829
Si -47.554 1.131 -6.953
Si 49.037 -2.648 24.015
Si -43.609 3.031 23.776
Si 46.857 -5.589 25.993
Si 47.416 -3.201 -2.527
Si -44.247 -4.117 -5.831
Si -43.537 6.772 -4.296
Si 44.337 -2.83 -6.455
Si 45.694 3.949 24.654
Si -45.987 5.648 -5.876
Si 43.074 -0.242 -1.895
Si -41.332 -0.614 -6.801
Si -40.576 -2.415 -2.146
Si 42.915 6.934 -2.556
Si 47.119 -1.407 -6.784
Si 44.894 4.835 -2.695
Si -42.179 1.568 25.883
Si -44.996 -4.988 -3.136
Si -44.882 5.562 24.449
Si 43.753 6.499 -6.563
Si 48.107 0.463 -4.784
Si 47.344 6.372 24.563
Si -47.559 -6.837 -2.878
Si 43.635 2.333 -6.542
Si 45.186 -7.743 24.722
Si 48.498 -0.374 -1.955
Si 48.546 -4.915 -4.557
Si -42.313 6.898 25.792
Si -48.161 3.769 -2.592
Si 46.98 3.223 -4.076
Si 45.162 -7.126 -2.618
Si -40.986 -5.294 23.942
Si 47.13 7.11 -2.793
Si -47.996 6.567 -3.81
Si -45.618 2.493 -2.652
Si -40.341 3.471 -4.476
Si -43.926 5.001 -1.917
Si 50.271 -1.386 5.51
Si 52.974 1.325 5.487
Si 50.267 4.079 5.528
Si -44.947 6.798 5.467
Si 50.274 9.533 5.509
Si -44.945 -4.088 5.455
Si -42.213 -1.416 5.433
Si -39.528 1.312 5.451
Si -42.226 4.05 5.472
Si -39.496 6.768 5.432
Si -42.231 -6.818 5.427
Si 42.075 -4.015 5.598
Si 44.808 -1.308 5.606
Si 47.541 1.392 5.566
Si 44.829 4.128 5.645
Si 47.531 6.84 5.568
Si 44.828 -6.758 5.575
Si 47.55 -4.052 5.548
Si 51.623 -0.014 6.864
Si -43.58 2.694 6.833
Si -46.296 5.458 6.861
Si -43.573 -8.169 6.816
Si -46.284 -5.429 6.854
Si -43.578 -2.738 6.817
Si -40.874 -0.045 6.809
Si -38.142 2.684 6.782
Si -40.855 5.419 6.806
Si 43.471 -8.106 6.952
Si 40.735 -5.381 6.963
Si -38.162 -2.771 6.767
Si 46.187 0.044 6.943
Si 48.914 2.74 6.911
Si 46.204 5.487 6.962
Si 48.914 8.196 6.895
Si 46.198 -5.406 6.924
Si 48.914 -2.706 6.903
Si 50.278 1.359 8.238
Si -44.926 4.08 8.195
Si 50.276 6.819 8.235
Si -44.921 -6.802 8.193
Si 50.286 -4.07 8.236
Si -44.918 -1.369 8.2
Si -42.216 1.333 8.176
Si -39.491 4.052 8.15
Si -42.206 6.791 8.168
Si 42.115 -6.74 8.31
Si -42.211 -4.101 8.164
Si -39.493 -1.398 8.147
Si 44.843 1.401 8.318
Si 47.572 4.11 8.284
Si 44.833 6.848 8.305
Si 47.565 -6.766 8.27
Si 44.836 -4.044 8.29
Si 47.559 -1.336 8.269
Si 48.925 0.021 9.619
Si -46.276 2.732 9.576
Si 48.933 5.473 9.621
Si -46.275 -8.14 9.577
Si 48.93 -5.409 9.616
Si -46.272 -2.707 9.582
Si -43.566 -0.005 9.555
Si -40.851 2.704 9.517
Si -43.563 5.442 9.544
Si 40.769 -8.1 9.681
Si -43.562 -5.441 9.546
Si -40.848 -2.74 9.52
Si 43.48 0.041 9.673
Si 46.213 2.761 9.654
Si 43.484 5.488 9.671
Si 46.206 -8.114 9.643
Si 43.481 -5.389 9.667
Si 46.204 -2.684 9.641
Si 50.301 -1.34 10.957
Si -44.911 1.367 10.924
Si -47.622 4.098 10.952
Si -44.91 -9.509 10.918
Si -47.621 -6.773 10.954
Si -44.907 -4.073 10.922
Si -42.194 -1.369 10.888
Si -39.48 1.338 10.852
Si -42.199 4.076 10.888
Si 42.137 -9.461 11.029
Si 39.409 -6.74 11.044
Si -39.48 -4.095 10.874
Si 44.853 -1.323 11.015
Si 47.581 1.391 10.991
Si 44.854 4.123 11.014
Si 47.575 6.839 10.981
Si 44.855 -6.751 11.01
Si 47.579 -4.045 10.985
Si 51.662 0.024 12.309
Si -43.547 2.729 12.271
Si -46.267 5.468 12.295
Si -43.548 -8.146 12.268
Si -46.258 -5.413 12.306
Si -43.55 -2.703 12.268
Si -40.825 -0.011 12.231
Si -38.127 2.699 12.206
Si -40.836 5.44 12.235
Si 43.505 -8.105 12.382
Si 40.766 -5.378 12.402
Si -38.105 -2.731 12.215
Si 46.225 0.04 12.36
Si 48.951 2.751 12.336
Si 46.227 5.483 12.352
Si 48.939 8.202 12.324
Si 46.225 -5.394 12.359
Si 48.953 -2.69 12.334
Si 50.319 1.389 13.687
Si -44.907 4.099 13.633
Si -47.618 6.838 13.665
Si -44.889 -6.776 13.645
Si 50.322 -4.047 13.689
Si 53.028 -1.343 13.652
Si -42.174 1.352 13.599
Si -39.477 4.068 13.576
Si -42.179 -9.509 13.608
Si 42.146 -6.737 13.739
Si -42.184 -4.061 13.607
Si -39.461 -1.371 13.581
Si 44.875 1.405 13.73
Si 47.6 4.124 13.695
Si 44.884 6.848 13.719
Si 47.599 9.567 13.703
Si 44.873 -4.035 13.729
Si 47.608 -1.319 13.697
Si 48.979 0.026 15.061
Si 51.676 2.763 15.037
Si 48.953 5.495 15.048
Si -46.254 8.199 15.011
Si 48.97 -5.4 15.06
Si 51.686 -2.685 15.048
Si 54.4 0.018 14.991
Si -40.821 2.707 14.955
Si -43.547 5.465 14.97
Si -40.826 -8.135 14.959
Si -43.538 -5.39 14.987
Si -40.815 -2.71 14.957
Si 43.518 0.051 15.101
Si 46.258 2.767 15.067
Si 43.521 5.5 15.08
Si 46.256 8.203 15.071
Si 43.518 -5.393 15.099
Si 46.259 -2.674 15.06
Si -31.182 -1.689 0.001
Si -28.234 1.147 -0.101
Si -31.654 4.027 -0.132
Si -28.872 6.958 0.027
Si -31.069 -7.129 0.174
Si -29.056 -3.937 0.259
Si -26.103 -1.13 0.033
Si -23.357 1.612 0.02
Si -25.55 3.825 0.072
Si -23.405 7.073 0.005
Si -25.739 9.168 0.026
Si -39.332 -4.357 0.016
Si -36.547 -1.68 0.064
Si -34.398 1.385 0.052
Si -36.425 3.781 0.153
Si -33.763 6.386 -0.057
Si -37.141 -6.61 0.009
Si -34.268 -3.823 0.085
Si -29.934 -0.019 1.154
Si -27.156 2.66 1.337
Si -30.027 5.257 1.179
Si -27.289 8.067 1.381
Si -30.088 -5.518 1.579
Si -27.31 -2.728 1.311
Si -24.497 0.002 1.322
Si -38.142 2.699 1.361
Si -24.438 5.432 1.349
Si -38.191 -8.282 1.28
Si -24.56 10.761 1.357
Si -38.154 -2.815 1.344
Si -35.502 -0.101 1.444
Si -32.761 2.56 1.307
Si -35.302 5.355 1.417
Si -32.695 7.989 1.319
Si -35.462 -5.493 1.269
Si -32.721 -2.734 1.45
Si -31.297 1.275 2.602
Si -28.603 4.014 2.604
Si -31.323 6.629 2.664
Si -28.571 9.48 2.771
Si -31.454 -4.141 2.843
Si -28.634 -1.351 2.667
Si -25.837 1.317 2.738
Si -23.051 4.1 2.684
Si -25.887 6.719 2.705
Si -23.164 9.474 2.752
Si -25.91 12.208 2.636
Si -39.514 -1.414 2.68
Si -36.855 1.29 2.748
Si -34.002 3.965 2.763
Si -36.764 6.741 2.651
Si -34.083 -6.89 2.607
Si -36.78 -4.153 2.72
Si -34.052 -1.363 2.785
Si -32.647 -0.013 4.065
Si -29.955 2.655 3.983
Si -32.655 5.339 4.097
Si -29.97 8.052 4.024
Si -32.795 -5.551 4.092
Si -29.986 -2.735 4.051
Si -27.245 -0.037 4.053
Si -24.454 2.716 4.025
Si -27.261 5.36 4.023
Si -24.522 8.094 4.071
Si -27.213 10.864 4.072
Si -24.505 -2.758 3.976
Si -38.192 -0.068 4.096
Si -35.436 2.645 4.075
Si -38.103 5.421 4.084
Si -35.427 8.109 4.019
Si -38.164 -5.521 4.046
Si -35.427 -2.775 4.08
Si -31.284 -1.469 16.221
Si -28.548 1.303 16.224
Si -31.285 4.035 16.162
Si -28.552 6.825 16.2
Si -31.271 -6.788 16.295
Si -28.542 -4.091 16.298
Si -25.85 -1.42 16.262
Si -39.446 1.343 16.304
Si -25.836 4.048 16.189
Si -39.427 -9.503 16.264
Si -25.839 9.495 16.271
Si -39.435 -4.054 16.303
Si -36.737 -1.389 16.309
Si -34.07 1.299 16.194
Si -36.748 4.065 16.25
Si -33.999 6.794 16.22
Si -36.737 -6.795 16.21
Si -33.992 -4.123 16.312
Si -29.884 -0.138 17.525
Si -27.18 2.693 17.552
Si -29.886 5.393 17.467
Si -27.234 8.171 17.633
Si -29.9 -5.421 17.681
Si -27.177 -2.756 17.704
Si -24.48 -0.025 17.553
Si -38.06 2.687 17.642
Si -24.512 5.395 17.575
Si -38.076 -8.101 17.603
Si -24.484 10.862 17.636
Si -38.097 -2.715 17.704
Si -35.376 -0.027 17.652
Si -32.706 2.69 17.454
Si -35.397 5.468 17.556
Si -32.646 -8.18 17.602
Si -35.391 -5.507 17.615
Si -32.604 -2.778 17.677
Si -31.365 1.226 18.667
Si -28.556 4.071 18.862
Si -31.199 6.738 18.818
Si -28.501 -6.715 19.061
Si -31.244 -4.106 19.111
Si -28.561 -1.39 19.06
Si -25.852 1.311 18.909
Si -39.474 4.067 18.907
Si -25.927 6.723 18.941
Si -39.406 -6.781 19.036
Si -25.774 -4.104 19.085
Si -23.105 -1.35 18.904
Si -36.699 1.341 19.057
Si -34.03 4.068 18.821
Si -36.708 -9.436 18.927
Si -34.061 -6.879 18.992
Si -36.749 -4.171 18.994
Si -34.007 -1.416 18.982
Si -32.617 -0.003 20.216
Si -30.023 2.609 19.891
Si -32.616 5.4 20.093
Si -29.884 8.09 20.203
Si -32.691 -5.523 20.328
Si -29.873 -2.748 20.538
Si -27.195 0.075 20.367
Si -24.501 2.609 20.277
Si -27.268 5.344 20.381
Si -24.552 8.099 20.259
Si -27.098 -5.409 20.574
Si -24.417 -2.634 20.376
Si 59.837 0.017 20.486
Si -35.315 2.803 20.309
Si -38.171 5.575 20.129
Si -35.379 -8.246 20.468
Si -38.074 -5.485 20.481
Si -35.362 -2.812 20.297
Si -31.029 -1.002 21.631
Si -28.914 1.298 21.425
Si -31.493 3.753 21.244
Si -28.333 7.064 21.623
Si -31.586 -7.259 21.437
Si -28.139 -3.712 21.903
Si -25.946 -1.4 21.711
Si 58.784 1.767 21.747
Si -25.7 4.081 21.637
Si -39.768 6.574 21.543
Si -25.954 -7.131 21.794
Si -22.755 -3.724 21.63
Si 61.012 -1.689 21.624
Si -33.692 1.616 21.515
Si -36.959 4.111 21.385
Si -33.728 -9.546 21.581
Si -36.486 -6.628 21.82
Si -34.251 -4.364 21.665
Si -27.783 -4.355 24.849
Si -23.83 -0.097 -4.356
Si -32.171 7.401 -4.968
Si -30.964 1.801 25.681
Si -35.556 0.267 23.543
Si -25.031 0.187 -6.969
Si -39.324 6.975 24.526
Si -38.583 -2.428 25.811
Si -41.127 -0.992 24.793
Si -34.382 -0.898 26.028
Si -31.552 7.041 25.559
Si -26.145 4.324 -6.4
Si -28.594 -5.242 -4.239
Si -35.662 -4.736 -4.541
Si -24.839 -2.986 -4.432
Si -40.843 7.912 -4.64
Si -31.593 -6.432 24.194
Si -31.531 -1.103 24.685
Si -33.786 -4.632 24.507
Si -26.143 2.91 24.566
Si -33.289 -6.148 -6.17
Si -33.789 -2.418 -4.317
Si -27.302 -3.527 -6.128
Si -26.686 6.855 -4.692
Si -37.005 -3.549 -7.006
Si -31.578 5.022 -6.995
Si -29.666 3.402 23.441
Si -38.337 -0.263 -2.099
Si -31.287 -3.863 25.686
Si -24.932 -3.274 -1.574
Si -39.443 5.829 -2.924
Si -36.02 -3.535 25.958
Si -36.719 4.595 -2.727
Si -25.805 5.831 25.489
Si -27.154 -5.193 -1.633
Si -28.776 5.993 24.464
Si -37.94 1.877 24.348
Si -33.057 2.935 -5.407
Si -34.119 5.404 24.415
Si -32.912 -5.682 -1.935
Si -35.915 2.016 -6.227
Si -37.25 -7.185 24.885
Si -32.891 -0.211 -2.239
Si -31.594 -4.479 -4.493
Si -23.09 -5.115 -5.748
Si -31.444 2.487 -2.977
Si -37.057 4.858 24.391
Si -35.674 -6.993 -2.633
Si -25.266 -6.157 24.724
Si -34.603 6.708 -3.076
Si -29.42 -8.028 -4.706
Si -28.49 2.598 -2.962
Si -25.979 1.839 -4.754
Si -27.264 5.321 -2.149
Si -31.323 -1.391 5.428
Si -28.6 1.329 5.391
Si -31.284 3.993 5.417
Si -28.595 6.732 5.397
Si -31.343 9.429 5.38
Si -28.604 12.22 5.394
Si -25.862 -1.41 5.369
Si -23.136 1.342 5.402
Si -25.861 4.035 5.379
Si -23.139 6.76 5.416
Si -25.856 9.487 5.412
Si -39.524 -4.131 5.386
Si -36.792 -1.412 5.427
Si -34.038 1.319 5.421
Si -36.764 4.039 5.433
Si -34.05 6.743 5.384
Si -36.783 -6.858 5.404
Si -34.098 -4.147 5.446
Si -29.952 -0.029 6.767
Si -27.22 2.678 6.746
Si -29.937 5.374 6.766
Si -27.232 8.117 6.743
Si -29.971 10.825 6.718
Si -27.221 -2.757 6.747
Si -24.505 -0.038 6.734
Si -21.761 2.696 6.751
Si -24.507 5.396 6.753
Si -38.136 -8.196 6.787
Si -40.865 -5.465 6.786
Si -21.773 -2.737 6.734
Si -35.406 -0.051 6.766
Si -32.675 2.672 6.78
Si -35.4 5.403 6.777
Si -32.693 8.095 6.762
Si -35.449 -5.497 6.793
Si -32.692 -2.773 6.759
Si -31.312 1.317 8.135
Si -28.568 4.034 8.123
Si -31.313 6.741 8.109
Si -28.596 9.482 8.089
Si -31.314 -4.131 8.095
Si -28.577 -1.392 8.105
Si -25.86 1.317 8.101
Si -23.131 4.047 8.105
Si -25.86 6.769 8.105
Si -39.493 -6.821 8.142
Si -25.852 -4.115 8.098
Si -23.13 -1.384 8.096
Si -36.763 1.323 8.123
Si -34.032 4.045 8.131
Si -36.766 6.765 8.135
Si -34.047 -6.849 8.119
Si -36.796 -4.118 8.138
Si -34.044 -1.408 8.122
Si -32.677 -0.049 9.479
Si -29.939 2.681 9.479
Si -32.667 5.4 9.484
Si -29.946 8.116 9.451
Si -32.675 -5.481 9.459
Si -29.945 -2.765 9.447
Si -27.216 -0.039 9.467
Si -24.489 2.679 9.455
Si -27.209 5.406 9.47
Si -40.845 -8.169 9.519
Si -27.22 -5.479 9.443
Si -24.486 -2.753 9.453
Si -38.123 -0.028 9.488
Si -35.4 2.681 9.481
Si -38.126 5.414 9.5
Si -35.403 8.127 9.489
Si -38.137 -5.466 9.51
Si -35.41 -2.759 9.478
Si -31.303 -1.412 10.818
Si -28.572 1.321 10.828
Si -31.299 4.043 10.836
Si -28.574 6.772 10.818
Si -31.301 9.483 10.806
Si -28.574 -4.114 10.804
Si -25.845 -1.399 10.814
Si -23.116 1.327 10.808
Si -25.84 4.045 10.817
Si -39.476 -9.533 10.864
Si -42.195 -6.803 10.889
Si -23.124 -4.11 10.816
Si -36.756 -1.385 10.84
Si -34.033 1.319 10.836
Si -36.759 4.046 10.841
Si -34.028 6.771 10.831
Si -36.755 9.499 10.852
Si -34.029 -4.116 10.821
Si -29.935 -0.055 12.17
Si -27.2 2.684 12.175
Si -29.933 5.415 12.178
Si -27.211 8.139 12.173
Si -29.932 10.842 12.156
Si -27.206 -2.763 12.168
Si -24.474 -0.041 12.162
Si -21.748 2.694 12.155
Si -24.471 5.415 12.161
Si -38.116 -8.169 12.217
Si -40.841 -5.437 12.24
Si -21.756 -2.753 12.171
Si -35.392 -0.036 12.201
Si -32.662 2.675 12.186
Si -35.387 5.409 12.179
Si -32.662 8.141 12.174
Si -35.382 -5.458 12.197
Si -32.662 -2.766 12.182
Si -31.299 1.297 13.528
Si -28.563 4.052 13.523
Si -31.291 6.793 13.524
Si -28.567 9.51 13.533
Si -31.287 -4.131 13.524
Si -28.564 -1.405 13.527
Si -25.828 1.316 13.52
Si -23.1 4.061 13.513
Si -25.83 6.783 13.513
Si -39.471 -6.794 13.58
Si -25.849 -4.12 13.536
Si -23.123 -1.403 13.527
Si -36.768 1.328 13.546
Si -34.025 4.048 13.528
Si -36.735 6.777 13.537
Si -34.005 9.508 13.543
Si -36.724 -4.081 13.56
Si -34.024 -1.41 13.546
Si -32.655 -0.066 14.894
Si -29.915 2.655 14.854
Si -32.655 5.424 14.855
Si -29.944 8.171 14.885
Si -32.641 -5.459 14.916
Si -29.908 -2.793 14.874
Si -27.186 -0.053 14.877
Si -24.459 2.69 14.855
Si -27.197 5.433 14.861
Si -24.48 8.141 14.892
Si -27.206 10.855 14.917
Si -24.485 -2.764 14.892
Si -38.098 -0.028 14.941
Si -35.408 2.697 14.873
Si -38.099 5.434 14.9
Si -35.373 8.146 14.877
Si -38.103 -5.414 14.907
Si -35.362 -2.749 14.952
Si -14.836 -1.649 -0.151
Si -11.705 -15.353 -0.2
Si -15.281 -11.977 0.01
Si -12.43 -9.239 -0.043
Si -14.776 -7.141 -0.029
Si -12.534 -3.734 0.216
Si -9.701 -1.358 0.385
Si -7.024 1.638 0.151
Si -9.181 3.849 0.008
Si -7.127 7.077 -0.125
Si -9.408 -7.043 -0.079
Si -22.859 11.948 0.278
Si -20.182 -1.654 -0.134
Si -17.978 1.427 -0.048
Si -20.06 3.806 -0.096
Si -17.473 -9.753 0.149
Si -20.616 9.853 0.205
Si -17.837 -3.8 -0.095
Si -13.594 0.031 1.018
Si -10.804 -13.666 1.215
Si -13.592 -10.878 1.224
Si -10.914 -8.133 1.343
Si -13.688 -5.468 1.277
Si -11.031 -2.704 1.661
Si -8.141 0.019 1.43
Si -21.735 2.76 1.254
Si -8.11 5.476 1.3
Si -21.798 8.17 1.339
Si -8.215 -5.422 1.177
Si -21.658 -2.742 1.385
Si -19.133 -0.07 1.304
Si -16.38 2.66 1.219
Si -19.051 5.363 1.352
Si -16.277 -8.208 1.4
Si -18.966 -5.333 1.356
Si -16.343 -2.694 1.321
Si -14.921 1.348 2.502
Si -12.221 -12.287 2.53
Si -14.909 -9.576 2.71
Si -12.252 -6.747 2.669
Si -15.038 -4.122 2.666
Si -12.395 -1.215 2.732
Si -9.52 -14.939 2.73
Si -6.715 4.18 2.679
Si -9.545 -9.544 2.64
Si -6.806 -6.783 2.558
Si -9.518 -4.138 2.687
Si -23.117 -1.382 2.64
Si -20.476 1.317 2.646
Si -17.691 3.994 2.682
Si -20.431 6.765 2.644
Si -17.663 -6.793 2.66
Si -20.31 -4.039 2.782
Si -17.682 -1.326 2.673
Si -16.276 0.027 3.96
Si -13.591 2.701 3.919
Si -16.316 5.381 4.016
Si -13.573 -8.164 4.024
Si -16.343 -5.46 4.066
Si -13.681 -2.709 4.013
Si -10.92 0.047 4.058
Si -8.106 -13.552 3.994
Si -10.889 -10.933 3.96
Si -8.147 -8.158 3.953
Si -10.871 -5.459 4.054
Si -8.116 -2.737 3.962
Si -21.804 -0.02 4.038
Si -19.071 2.653 4.015
Si -21.742 5.437 4.069
Si -19.048 8.14 3.978
Si -21.752 -5.451 4.041
Si -18.984 -2.678 4.105
Si -14.908 -1.417 16.232
Si -12.197 1.319 16.195
Si -14.926 4.082 16.212
Si -12.219 -9.539 16.206
Si -14.912 -6.843 16.237
Si -12.215 -4.126 16.213
Si -9.442 -1.419 16.158
Si -23.098 1.322 16.208
Si -9.528 -12.319 16.116
Si -23.126 6.775 16.249
Si -9.507 -6.85 16.177
Si -23.118 -4.115 16.252
Si -20.376 -1.375 16.229
Si -17.641 1.326 16.214
Si -20.371 4.048 16.218
Si -17.631 6.797 16.245
Si -20.387 -6.815 16.226
Si -17.635 -4.112 16.248
Si -13.515 -0.067 17.564
Si -10.847 -13.642 17.559
Si -13.555 -10.897 17.59
Si -10.891 -8.161 17.576
Si -13.575 -5.475 17.608
Si -10.784 -2.79 17.508
Si -8.089 -0.06 17.522
Si -21.721 2.665 17.559
Si -8.168 5.359 17.417
Si -21.762 8.166 17.583
Si -8.105 -5.517 17.498
Si -21.745 -2.736 17.573
Si -18.987 -0.034 17.586
Si -16.296 2.724 17.545
Si -19.008 5.423 17.56
Si -16.241 -8.195 17.634
Si -19.011 -5.476 17.587
Si -16.255 -2.772 17.621
Si -14.915 1.342 18.838
Si -12.207 -12.278 18.937
Si -14.844 -9.534 19.024
Si -12.199 -6.754 19.019
Si -14.931 -4.154 19.019
Si -12.09 -1.441 18.896
Si -9.478 1.276 18.868
Si -23.147 3.982 18.875
Si -9.52 6.703 18.798
Si -23.138 9.49 18.977
Si -9.427 -4.155 18.866
Si -6.695 -1.362 18.92
Si -20.29 1.382 18.936
Si -17.613 4.117 18.934
Si -20.402 6.776 18.881
Si -17.639 -6.83 18.954
Si -20.381 -4.098 18.92
Si -17.639 -1.416 18.949
Si -16.287 0.019 20.202
Si -13.545 -13.691 20.257
Si -16.187 -10.952 20.352
Si -13.559 -8.09 20.437
Si -16.376 -5.433 20.422
Si -13.434 -2.825 20.25
Si -10.729 -0.085 20.306
Si -8.033 2.593 20.116
Si -10.845 5.409 20.269
Si -8.107 8.023 20.101
Si -10.736 -5.419 20.359
Si -8.066 -2.785 20.183
Si -21.674 -0.024 20.196
Si -18.982 2.821 20.327
Si -21.823 5.429 20.149
Si -18.99 -8.279 20.243
Si -21.775 10.891 20.288
Si -19 -2.772 20.321
Si -14.655 -1.197 21.334
Si -12.439 0.981 21.509
Si -15.071 -12.606 21.665
Si -11.841 7.12 21.599
Si -15.307 -7.041 21.733
Si -11.822 -3.792 21.716
Si -9.495 -1.643 21.621
Si -22.803 1.529 21.484
Si -9.239 4.115 21.395
Si -23.529 6.378 21.424
Si -9.499 9.22 21.482
Si -6.534 -3.944 21.498
Si -20.518 -1.52 21.559
Si -17.395 1.612 21.551
Si -20.683 3.98 21.542
Si -17.425 -9.419 21.611
Si -20.219 -6.726 21.448
Si -18.088 -4.407 21.765
Si -11.163 -4.559 24.419
Si -8.212 -0.519 -3.735
Si -15.716 6.437 -4.385
Si -14.91 0.352 25.968
Si -19.34 0.439 23.702
Si -12.178 -0.345 -5.487
Si -23.095 6.951 24.363
Si -19.982 2.047 -4.154
Si -25.259 -0.064 24.516
Si -15.882 2.647 -6.997
Si -14.587 4.789 24.552
Si -9.391 -1.507 -6.245
Si -13.382 -5.514 -3.607
Si -20.125 -4.746 -4.626
Si -9.708 -4.471 -6.471
Si -24.205 -7.877 -4.892
Si -12.563 -5.868 -6.3
Si -15.613 -1.716 24.108
Si -18.094 -3.042 24.664
Si -10.527 2.073 23.558
Si -18.348 -7.669 25.575
Si -18.357 -2.33 -4.432
Si -15.77 -6.539 24.685
Si -10.49 6.744 -4.777
Si -22.676 -4.672 24.518
Si -16.806 5.669 -7.118
Si -11.888 4.715 -6.515
Si -21.588 0.245 -2.276
Si -13.67 -2.077 -7.212
Si -8.499 -3.1 -2.008
Si -22.352 7.081 -2.854
Si -18.828 -0.905 -7.23
Si -20.248 4.942 -3.027
Si -9.939 4.083 25.291
Si -10.75 -5.11 -2.031
Si -11.915 6.219 24.542
Si -21.347 4.481 24.451
Si -16.837 1.671 -4.216
Si -17.381 5.96 24.5
Si -15.994 -5.34 -2.245
Si -20.628 1.551 -7.049
Si -21.162 -7.203 24.245
Si -16.865 -0.551 -2.359
Si -17.251 -5.003 -4.977
Si -8.818 -7.202 -6.181
Si -15.057 3.651 -2.976
Si -22.065 1.763 24.196
Si -20.123 -7.069 -2.656
Si -8.345 -5.368 23.635
Si -18.12 7.136 -2.767
Si -13.143 8.12 -4.584
Si -12.372 3.453 -3.864
Si -10.977 0.999 -3.205
Si -10.776 5.45 -2.202
Si -15.007 -1.363 5.383
Si -12.262 1.4 5.381
Si -14.94 4.032 5.34
Si -12.216 -9.554 5.344
Si -14.951 9.5 5.379
Si -12.249 12.264 5.343
Si -9.508 -1.372 5.311
Si -6.746 1.36 5.306
Si -9.499 -12.234 5.347
Si -6.775 -9.488 5.341
Si -9.497 -6.836 5.36
Si -23.136 -4.094 5.369
Si -20.409 -1.349 5.403
Si -17.665 1.336 5.354
Si -20.391 4.043 5.387
Si -17.681 6.776 5.343
Si -20.402 -6.836 5.374
Si -17.674 -4.092 5.432
Si -13.607 -0.007 6.711
Si -10.862 2.731 6.714
Si -13.588 5.409 6.697
Si -10.852 -8.202 6.709
Si -13.586 10.878 6.71
Si -10.86 -2.724 6.693
Si -8.125 -0.009 6.654
Si -5.385 2.715 6.667
Si -8.129 -10.872 6.689
Si -21.763 8.133 6.744
Si -24.48 -5.465 6.743
Si -5.373 -2.727 6.656
Si -19.025 -0.007 6.743
Si -16.308 2.693 6.716
Si -19.029 5.418 6.725
Si -16.322 8.132 6.716
Si -19.052 -5.472 6.744
Si -16.324 -2.725 6.771
Si -14.959 1.335 8.084
Si -12.226 4.072 8.074
Si -14.954 6.768 8.06
Si -12.221 9.498 8.047
Si -14.942 -4.096 8.087
Si -12.224 -1.367 8.051
Si -9.49 1.339 8.029
Si -6.76 4.067 8.022
Si -9.488 -9.542 8.068
Si -23.12 9.495 8.101
Si -9.494 -4.099 8.033
Si -6.754 -1.374 8.006
Si -20.388 1.346 8.102
Si -17.664 4.059 8.076
Si -20.396 6.77 8.089
Si -17.676 -6.83 8.086
Si -20.414 -4.106 8.093
Si -17.69 -1.376 8.115
Si -16.311 -0.021 9.454
Si -13.585 2.697 9.424
Si -16.307 5.416 9.435
Si -13.587 8.137 9.406
Si -16.311 -5.462 9.433
Si -13.575 -2.731 9.424
Si -10.851 -0.015 9.399
Si -8.122 2.699 9.379
Si -10.856 5.421 9.42
Si -24.487 8.132 9.451
Si -10.855 -5.461 9.396
Si -8.117 -2.738 9.372
Si -21.754 -0.027 9.447
Si -19.022 2.705 9.448
Si -21.759 5.414 9.448
Si -19.036 8.132 9.448
Si -21.762 -5.467 9.461
Si -19.048 -2.751 9.454
Si -14.938 -1.386 10.796
Si -12.215 1.333 10.768
Si -14.948 4.051 10.785
Si -12.225 6.78 10.767
Si -14.945 9.493 10.775
Si -12.216 -4.106 10.763
Si -9.486 -1.392 10.737
Si -6.752 1.329 10.721
Si -9.49 4.045 10.75
Si -23.114 6.778 10.806
Si -25.853 -6.829 10.806
Si -6.759 -4.105 10.73
Si -20.4 -1.388 10.813
Si -17.667 1.34 10.809
Si -20.389 4.06 10.803
Si -17.669 6.774 10.798
Si -20.391 9.495 10.812
Si -17.67 -4.107 10.799
Si -13.568 -0.025 12.142
Si -10.851 2.691 12.117
Si -13.586 5.417 12.125
Si -10.854 -8.185 12.111
Si -13.577 10.851 12.125
Si -10.852 -2.745 12.107
Si -8.112 -0.038 12.079
Si -5.389 2.685 12.076
Si -8.127 -10.913 12.095
Si -21.751 8.134 12.171
Si -24.489 -5.473 12.17
Si -5.378 -2.758 12.072
Si -19.022 -0.033 12.161
Si -16.298 2.695 12.16
Si -19.027 5.416 12.164
Si -16.305 8.141 12.143
Si -19.026 -5.464 12.167
Si -16.299 -2.752 12.153
Si -14.928 1.33 13.509
Si -12.227 4.05 13.471
Si -14.942 6.778 13.488
Si -12.218 -6.835 13.476
Si -14.934 -4.121 13.5
Si -12.203 -1.395 13.489
Si -9.483 1.306 13.441
Si -6.765 -12.29 13.432
Si -9.496 -9.56 13.455
Si -23.118 -6.826 13.526
Si -9.504 -4.124 13.45
Si -6.748 -1.414 13.419
Si -20.387 1.329 13.507
Si -17.66 4.056 13.516
Si -20.382 6.778 13.529
Si -17.656 9.498 13.519
Si -20.382 -4.1 13.53
Si -17.652 -1.391 13.519
Si -16.273 -0.041 14.874
Si -13.568 2.697 14.859
Si -16.296 5.432 14.86
Si -13.577 -8.191 14.842
Si -16.283 -5.476 14.883
Si -13.564 -2.764 14.847
Si -10.826 -0.037 14.835
Si -8.122 -13.661 14.786
Si -10.875 -10.905 14.816
Si -8.139 -8.197 14.802
Si -10.861 -5.477 14.83
Si -8.121 -2.769 14.769
Si -21.744 -0.04 14.857
Si -19.018 2.681 14.862
Si -21.748 5.421 14.886
Si -19.012 8.141 14.883
Si -21.755 -5.461 14.877
Si -19.005 -2.748 14.889
O 4.582 1.532 23.132
O 1.279 -6.396 23.079
O 7.623 -1.655 -1.302
O 2.05 7.712 -4.34
O 5.446 8.1 22.149
O -0.724 -3.812 22.495
O 8.844 -1.717 24.517
O -3.269 -6.888 24.994
O 7.243 -6.633 23.099
O 6.842 -7.891 -5.016
O -1.74 5.95 22.834
O 7.983 5.349 22.063
O -0.994 1.144 -1.607
O -6.657 6.383 -1.53
O -3.629 2.049 24.394
O 4.615 6.429 -1.171
O -7.493 -0.188 25.268
O 5.76 -0.037 -0.473
O 8.787 -4.527 23.058
O 4.169 6.134 23.212
O -2.793 -8.127 -3.416
O 3.39 -6.926 -5.886
O 1.64 4.331 22.941
O -0.73 -4.42 -1.495
O -0.276 7.471 -3.007
O 4.712 -4.479 -1.552
O 2.567 5.369 25.126
O 5.214 -5.019 -5.691
O -5.332 -8.011 -2.654
O 7.333 -6.153 -6.921
O -4.652 -7.037 22.759
O -2.704 -2.741 -0.708
O 0.794 -4.266 24.556
O 1.53 -6.667 25.655
O 5.394 -2.614 22.173
O 6.603 7.463 -2.577
O 6.367 -6.122 -3.16
O 4.421 3.773 24.469
O 9.633 -3.309 -1.01
O -2.986 -3.562 -3.948
O -6.235 0.884 -1.027
O -3.237 -1.825 22.936
O -1.008 -1.847 -3.234
O 8.208 -8.105 -0.33
O 1.098 -1.226 -1.716
O 0.022 5.37 24.741
O 8.373 2.877 -0.579
O -2.659 2.758 -0.459
O -5.451 -5.4 -0.433
O -2.13 0.813 22.618
O 2.506 3.233 -3.874
O 5.914 3.624 22.372
O -6.219 6.852 22.602
O -0.828 -6.33 24.767
O 3.947 -4.46 23.232
O -1.566 4.829 -6.56
O -1.49 7.431 24.921
O 5.193 -1.323 -5.64
O 6.685 5.512 -5.603
O -5.335 6.721 -6.256
O -0.032 5.53 -0.471
O 4.424 4.18 -5.506
O -7.055 0.868 22.924
O 1.441 -2.029 -4.243
O 4.259 6.792 -5.504
O -1.964 7.275 -1.069
O 4.473 -2.995 25.375
O -0.19 6.82 -5.458
O 6.979 -0.676 23.11
O -4.15 4.585 -1.39
O -5.715 -1.875 26.011
O 4.565 1.707 -1.877
O -2.696 -5.505 21.937
O 0.319 0.348 -3.698
O 0.289 -5.753 -6.258
O 1.071 5.357 -3.61
O -5.396 -2.882 22.004
O -4.414 4.871 22.906
O 8.348 -5.781 25.351
O -2.249 -5.652 -5.378
O 9.29 -7.771 -6.102
O -4.564 -4.431 -5.887
O 6.139 -6.386 -0.674
O 1.098 4.944 -6.58
O -4.87 5.82 -3.459
O -4.416 1.149 -2.872
O 8.815 -2.805 -3.396
O -5.483 2.693 22.005
O 6.318 -2.557 -3.693
O -4.273 -5.903 -3.739
O 6.864 0.745 -6.155
O -3.46 -2.939 25.329
O -0.231 -5.814 -3.669
O 10.777 -0.271 -3.5
O -5.846 -7.104 25.073
O 4.391 -5.608 25.58
O -0.14 7.972 22.103
O 4.376 1.695 -4.59
O 1.156 3.041 25.203
O 1.62 -4.19 -2.814
O 2.695 -0.09 22.24
O 5.128 5.931 25.725
O -5.539 -4.515 25.715
O -0.124 2.602 22.061
O -0.665 -3.617 -5.118
O 6.389 -4.434 24.261
O -4.309 7.164 24.279
O -8.319 -0.686 -5.347
O -2.293 -1.547 -5.526
O 7.343 -4.249 -1.655
O -7.016 6.975 -4.125
O -7.275 -7.718 -6.165
O -0.046 2.955 -3.305
O 1.071 -6.354 -1.412
O 4.598 -0.522 -3.193
O -6.218 5.493 24.802
O -7.874 6.095 -6.409
O 2.938 -2.742 -0.609
O 6.743 2.548 24.513
O 3.807 -2.873 -3.777
O -2.454 4.9 25.224
O -3.469 -6.726 -1.363
O 1.674 3.855 -1.5
O 2.847 -8.103 -0.48
O -0.969 1.539 24.738
O -9.412 0.484 -3.199
O 1.076 -1.992 23.107
O -10.653 5.648 -5.989
O 7.826 -1.574 -5.608
O 20.78 1.842 23.16
O 17.918 -6.772 23.282
O 23.317 -2.125 -0.911
O 17.759 7.654 -4.846
O 21.749 -8.061 22.266
O 15.314 -3.569 23.145
O 25.611 4.819 -6.029
O 13.365 -7.14 25.012
O 23.79 -6.552 23.088
O 23.113 4.8 -1.455
O 14.91 6.351 23.49
O 24.465 5.486 22.344
O 15.487 0.833 -1.124
O 9.517 6.25 -1.487
O 13.094 3.619 -3.466
O 19.192 -8.089 -0.376
O 10.874 -0.271 -6.167
O 21.832 -0.035 -0.343
O 25.265 -4.364 23.265
O 19.716 6.82 23.074
O 13.837 -7.64 -3.355
O 19.445 -4.424 -4.934
O 17.96 4.404 22.895
O 13.79 -2.722 -0.45
O 15.853 6.995 -3.227
O 21.24 -4.301 -0.654
O 18.627 5.41 25.067
O 21.853 -5.381 -5.752
O -4.451 1.548 -5.423
O 21.14 -6.454 25.288
O 11.642 -7.062 23.022
O 46.762 2.767 24.474
O 16.367 -2.624 25.424
O 18.029 -6.514 25.854
O 21.711 -2.622 22.381
O 20.713 4.167 -2.033
O 20.761 -5.341 -2.914
O 20.561 4.435 23.552
O 25.452 -3.667 -1.091
O 13.413 -2.939 -3.739
O 10.24 1.097 -1.321
O 12.326 -1.258 23.365
O 15.156 -1.242 -2.735
O 24.424 -8.082 -0.373
O 17.401 -0.969 -1.317
O 16.108 4.305 24.734
O 24.721 2.779 -0.625
O 13.828 2.754 -0.303
O 15.818 -4.293 -1.321
O 10.985 -5.366 -0.292
O 18.933 0.931 -6.063
O 18.97 2.869 -3.36
O 22.9 3.467 23.062
O 9.928 6.893 22.865
O 15.723 -6.17 24.814
O 20.386 -4.623 23.412
O -29.997 -4.419 -4.249
O 16.097 6.465 25.982
O 17.166 -1.073 -5.739
O 20.114 6.993 -5.528
O 15.538 0.755 25.462
O 13.342 6.156 -2.983
O 16.306 5.58 -0.336
O 21.594 2.58 -7.226
O 9.191 0.694 23.173
O 21.826 6.028 -3.581
O 17.598 -4.429 24.148
O 19.333 3.479 -6.106
O 14.54 7.473 -1.042
O 20.879 -3.938 25.967
O 14.51 1.679 -4.322
O 14.291 1.269 23.264
O 23.381 -0.931 23.522
O 16.873 2.384 -5.406
O 11.796 1.754 -4.818
O 11.027 -1.413 25.772
O 20.085 1.699 -1.275
O 22.77 7.344 -5.61
O 13.549 -5.411 22.285
O 12.191 4.61 -1.162
O 16.782 0.672 -3.371
O 16.779 -5.077 -6.05
O 13.741 5.268 25.563
O 10.699 -2.869 22.254
O 11.878 5.046 23.107
O 24.832 -5.76 25.446
O 14.293 -4.977 -5.177
O 9.112 1.241 -4.811
O 27.673 6.296 -6.2
O 11.882 -3.954 -5.669
O 22.442 -6.577 -1.191
O 10.958 5.093 -3.362
O 12.659 1.194 -2.445
O 24.567 -2.336 -3.127
O 10.708 2.739 22.352
O 22.138 -2.323 -4.851
O 12.917 0.31 25.307
O 12.436 -5.311 -3.384
O 23.878 2.913 -6.002
O 13.462 -2.247 25.529
O 16.275 -5.757 -3.505
O 43.504 -2.752 22.121
O 10.869 -6.45 25.399
O 5.242 5.4 -3.427
O 16.275 8.057 22.12
O 21.65 2.137 -3.353
O 19.656 -6.818 -5.7
O 18.243 2.803 25.028
O 20.137 -2.719 -3.183
O 18.987 0.03 22.375
O 21.084 6.387 25.239
O 10.058 -3.866 25.718
O 16.218 2.691 22.165
O 16.006 -3.286 -4.189
O 22.818 -4.533 24.359
O 21.561 4.915 -5.929
O 11.62 7.296 24.737
O -47.633 -6.353 23.579
O -34.187 -6.638 -2.104
O 23.208 -4.374 -2.333
O 13.653 5.74 -6.779
O 9.536 7.204 -3.943
O 11.893 -0.993 -1.196
O -4.684 -1.117 -1.634
O 16.316 3.23 -3.062
O 17.278 -6.474 -1.174
O 21.039 -0.341 -3.562
O 9.975 5.249 24.894
O 8.398 4.932 -3.651
O 19.175 -2.649 -0.253
O 21.697 2.98 25.37
O 21.697 -0.772 25.542
O -30.114 6.303 25.331
O 12.017 -7.237 -1.641
O 18.061 3.988 -1.264
O -19.758 -3.183 -4.291
O 13.858 -4.725 26.033
O 19.751 -1.505 -5.573
O 17.382 -1.92 23.178
O 24.038 -3.917 -5.689
O 26.22 -0.42 -3.346
O 36.981 2.192 23.353
O 34.123 -6.605 23.33
O 39.507 -1.972 -0.916
O 34.974 8.041 -3.863
O 38.249 -7.961 22.404
O 30.915 -3.735 23.594
O 42.45 3.228 -5.9
O 30.128 -5.692 25.28
O 40.17 -6.332 23.335
O 39.298 4.916 -0.848
O 30.934 6.227 22.923
O 40.808 5.43 22.315
O 31.55 0.671 -1
O 26.164 6.715 -1.529
O 28.925 3.374 -3.456
O 37.29 6.528 -1.323
O 26.457 0.608 -7.256
O 38.006 0.059 -0.25
O 41.549 -4.157 23.168
O 36.807 6.505 23.41
O 30.067 -8.13 -3.304
O 35.13 -5.545 -4.14
O 34.002 4.689 23.176
O 29.801 -2.769 -0.327
O 32.491 7.163 -3.454
O 37.063 -4.554 -1.249
O 36.264 6.622 25.919
O 38.857 -5.736 -6.023
O 27.47 -7.863 -3.044
O 38.969 -7.002 25.841
O 28.125 -7.441 23.106
O 33.878 -2.251 25.726
O 34.919 -7.441 25.587
O 38.335 -2.421 22.307
O 37.431 4.148 -2.446
O 37.022 -6.708 -2.88
O 37.465 4.457 24.865
O 41.458 -3.796 -1.024
O 29.013 -2.97 -3.489
O 26.806 1.124 -1.382
O 28.9 -0.892 23.198
O 31.074 -1.395 -2.66
O 40.689 -8.127 -0.186
O 33.434 -1.079 -1.411
O 32.746 6.256 24.89
O 40.809 2.833 -0.287
O 30.019 2.678 -0.265
O 2.625 2.75 -6.475
O 27.211 -5.389 -0.271
O 35.712 4.597 -6.012
O 35.416 2.88 -3.331
O 39.179 3.543 23.102
O 25.929 7.484 23.248
O 32.513 -6.682 25.606
O 36.771 -3.886 23.626
O 26.497 0.15 25.273
O 30.71 8.051 24.754
O 31.786 -3.777 26.013
O 40.488 4.777 -5.362
O 29.942 0.111 25.384
O 30.456 5.528 -2.909
O 32.632 5.462 -0.202
O 33.26 3.833 -6.631
O 25.632 1.199 23.101
O 39.214 5.949 -3.208
O 34.126 -4.788 25.055
O 33.798 6.307 -5.597
O 31.129 7.316 -1.132
O 47.882 0.659 25.499
O -2.992 2.531 -7.232
O 30.659 1.101 23.102
O -32.926 -0.544 -7.068
O 33.218 1.479 -5.619
O -11.659 1.411 -1.778
O 28.861 -0.419 -7.085
O -43.185 -2.935 -5.42
O 40.218 7.288 -5.333
O 29.75 -5.548 22.286
O 28.564 4.598 -1.175
O 32.577 0.627 -3.336
O 32.61 -5.685 -6.073
O 34.444 5.42 -3.236
O 27.128 -2.676 22.402
O 28.598 4.506 23.394
O 41.432 -5.19 25.555
O 30.705 -4.359 -4.879
O 26.133 2.796 25.127
O 42.547 5.555 -7.083
O 28.179 -4.55 -5.556
O 38.898 -6.439 -1.079
O -14.521 -4.766 -2.716
O 27.939 5.847 -3.292
O 28.751 -0.282 -3.117
O 40.498 -2.62 -3.16
O 27.057 2.963 21.971
O 38.124 -2.721 -4.355
O 28.188 1.525 23.972
O -47.13 2.699 -3.24
O 37.198 1.582 -5.692
O 29.235 -3.232 25.69
O 32.231 -5.857 -3.373
O 44.448 -0.755 -1.192
O 26.841 -7.349 25.366
O 37.082 -5.283 25.75
O 32.535 8.116 22.14
O 37.815 1.649 -3.2
O 36.691 -7.166 -5.489
O 34.76 4.431 25.606
O 33.987 -4.415 -2.046
O 35.416 0.277 22.31
O 38.82 6.728 25.231
O 29.308 -2.977 -7.234
O 32.556 2.77 22.27
O 33.306 -3.739 -4.465
O 39.237 -4.198 24.547
O -17.961 -1.543 -3.059
O 27.942 6.721 24.672
O 41.948 -1.277 -1.42
O 30.208 -1.398 -5.16
O 38.938 -4.822 -3.099
O 25.826 6.783 -4.236
O 32.583 0.061 25.478
O 25.234 7.393 -6.64
O 32.868 3.259 -3.615
O 33.27 -6.705 -1.085
O 30.808 2.128 -4.778
O 39.093 -0.027 -4.871
O 27.958 4.444 26.003
O -11.187 -5.06 -6.32
O 35.382 -2.627 -0.373
O 38.665 2.209 25.374
O 35.191 -0.129 25.026
O 29.344 4.143 -5.863
O 30.176 5.534 25.27
O 29.063 -7.034 -1.13
O 34.104 3.685 -1.283
O 35.35 8.129 -0.386
O -28.517 -2.449 -6.202
O 35.975 -2.388 -5.8
O 33.534 -1.23 23.34
O 40.348 -3.888 -5.235
O -25.53 3.317 -5.277
O -44.26 1.678 23.175
O -43.741 8.084 -3.364
O -41.692 -1.678 -1.249
O -47.685 5.294 -2.858
O -43.369 -8.13 22.241
O 47.836 -3.292 23.128
O -41.073 0.542 25.314
O 45.548 -6.326 25.391
O -41.402 -6.566 23.027
O -42.609 4.458 -1.172
O 47.268 6.218 22.95
O -40.806 5.401 22.034
O 47.783 0.814 -1.123
O 42.402 6.477 -1.1
O 45.495 3.519 -3.448
O -45.478 1.409 -1.463
O 40.516 -1.116 23.073
O -43.599 -0.06 -0.444
O -39.859 -4.418 23.161
O -44.984 6.252 22.995
O 44.766 -5.873 -3.553
O -46.131 -6.11 -2.991
O -47.634 4.701 23.297
O 47.67 -4.146 -1.223
O -47.338 7.923 -3.239
O -44.92 -4.173 -1.73
O -44.816 3.943 24.345
O -43.279 -5.4 -6.233
O 44.022 8.087 -2.447
O -39.414 -1.372 -2.569
O 44.842 -7.427 23.166
O -8.378 3.901 24.863
O 41.653 1.215 23.059
O -35.386 -2.733 -0.432
O -43.459 -2.576 22.166
O -45.059 3.868 -2.009
O -43.535 -5.605 -3.405
O 43.951 1.03 -5.641
O -39.941 -3.654 -1.322
O 45.967 -3.516 -3.195
O 42.638 1.182 -1.242
O 45.357 -1.257 23.022
O -28.592 1.889 -1.504
O -40.883 7.965 -0.362
O -48.093 -0.823 -1.176
O 48.925 6.331 24.965
O -40.857 2.664 -0.409
O 46.215 2.712 -0.25
O -44.544 6.268 -1.136
O 43.405 -5.352 -0.226
O -2.089 1.452 -4.04
O 48.231 3.568 -3.092
O -42.879 3.853 22.62
O 42.448 7.113 23.356
O 48.198 -5.667 25.086
O -44.872 -4.455 23.144
O 47.073 4.135 -5.417
O 46.558 7.731 24.933
O -47.913 -3.868 24.43
O -42.111 6.966 -5.053
O -48.736 0.809 -5.919
O 46.099 5.889 -2.779
O 48.829 5.447 -0.105
O -43.591 0.788 25.949
O -17.864 -3.884 23.295
O 7.196 3.047 -5.001
O -45.181 -3.863 -7.122
O -46.22 1.487 -6.135
O 47.556 7.335 -1.249
O -44.28 -3.158 25.353
O -24.021 -0.664 25.382
O 47.275 0.769 22.947
O -41.632 -1.02 23.25
O -24.631 6.686 24.766
O -18.489 -1.323 -5.699
O 43.537 -1.623 -5.72
O -6.697 -0.102 -3.33
O -40.006 -8.07 -5.966
O 46.28 -5.33 22.364
O 44.527 4.436 -1.176
O 48.898 0.153 -3.416
O -48.594 -4.522 -5.904
O -10.194 -6.51 -1.425
O -41.437 -7.105 -3.866
O 43.88 7.84 25.362
O -40.379 -5.77 25.373
O 46.976 -5.222 -4.88
O 44.908 5.621 -5.859
O -39.751 3.925 -5.934
O 44.592 -4.047 -5.414
O -42.606 -6.806 -1.408
O -35.552 7.963 -3.503
O 43.549 5.587 -3.238
O 43.135 -0.202 -3.503
O -41.322 -2.984 -3.447
O 43.552 2.733 22.173
O -40.876 -1.653 -5.656
O 43.039 -0.74 24.116
O 45.948 -2.673 -0.107
O -42.103 -1.779 25.806
O 44.927 -1.935 25.515
O -48.646 -6.182 -3.876
O -37.28 2.228 -5.405
O 48.448 -2.275 -7.103
O -44.25 -5.817 25.208
O 48.952 -8.18 22.3
O -36.728 4.852 22.809
O -48.072 4.043 25.817
O 36.665 -0.549 -4.055
O -46.168 0.061 22.314
O -43.474 5.984 25.128
O 45.781 -2.286 -6.931
O 48.95 2.729 22.241
O 48.577 -3.622 -3.574
O -42.323 -4.399 24.13
O -44.763 6.549 -5.307
O -11.834 -5.251 -3.209
O -38.136 0.993 25.664
O 47.25 -0.823 -5.274
O -23.76 -6.308 -4.854
O 41.538 0.077 -5.688
O 41.706 7.677 -3.341
O -11.567 7.36 25.627
O 43.054 7.413 -5.45
O 45.001 3.178 -6.778
O -48.085 -6.672 -1.348
O 47.076 1.676 -4.505
O -28.538 -4.188 23.417
O 42.342 5.618 25.569
O -20.507 4.607 23.053
O -46.46 -2.656 -0.368
O -42.437 2.774 24.856
O -42.266 0.477 -6.067
O 48.323 6.779 -3.823
O 46.511 5.186 25.286
O 45.477 -6.673 -1.097
O -47.9 3.434 -1.034
O -46.316 8.056 -0.314
O 48.478 -1.9 25.331
O -20.871 -0.981 -1.472
O -48.03 -1.595 23.142
O 23.495 1.123 25.301
O -11.087 -3.341 25.483
O -28.734 2.293 22.715
O -30.898 -6.626 22.759
O -25.382 -1.748 -1.305
O -30.85 7.819 -4.106
O -27.155 8.115 22.049
O -33.722 -3.782 23.113
O -27.416 2.466 25.495
O -35.907 -7.785 25.591
O -25.241 -6.873 23.259
O -26.186 4.587 -1.208
O -34.148 5.823 22.845
O -24.586 5.239 21.984
O -33.959 0.553 -1.285
O -39.455 6.006 -1.322
O -36.851 4.704 -1.122
O -28.185 6.364 -1.327
O -39.653 -1.668 24.863
O -27.175 -0.029 -0.512
O -23.281 -4.213 23.088
O -29.02 6.719 23.049
O -32.276 -3.017 -4.391
O -27.89 -4.969 -5.68
O -30.519 4.331 22.421
O -3.682 3.507 -3.802
O -33.259 6.733 -3.973
O -28.559 -4.987 -0.886
O -27.298 6.345 25.048
O -28.555 -5.423 25.79
O -36.302 -5.74 -3.442
O -21.493 -4.963 -5.462
O -36.988 -7.134 23.288
O -45.84 4.083 -5.506
O -30.747 -2.414 25.228
O -31.392 -7.771 25.039
O -27.028 -2.533 22.196
O -28.195 4.181 -2.807
O 39.561 1.608 -6.826
O -22.452 3.325 24.24
O -23.482 -3.508 -0.947
O -34.889 -3.506 -3.783
O -35.861 0.414 -6.435
O -36.017 -1.118 22.866
O -33.669 -1.091 -3.374
O -24.591 8.11 -0.45
O -31.95 -1.193 -1.352
O -35.671 5.509 24.994
O -24.478 2.706 -0.485
O -35.429 2.588 -0.394
O -28.861 -6.783 -3.852
O -38.236 -5.48 -0.454
O -32.995 -1.075 25.298
O -29.957 2.454 -3.628
O -26.265 3.351 22.989
O -39.279 7.257 22.931
O -33.192 -6.108 24.176
O -42.966 -7.95 25.801
O 35.682 -2.973 -3.372
O -32.857 -7.655 -5.74
O -32.896 -3.909 25.661
O -26.173 5.853 -5.86
O -35.361 5.287 -3.275
O -32.68 5.242 -0.497
O 24.526 -1.253 -5.357
O -39.268 1.683 23.395
O -26.446 6.138 -3.266
O -30.878 -5.088 24.713
O -30.275 4.049 -6.933
O -34.326 6.911 -1.488
O -27.665 -2.952 25.646
O -31.576 6.32 -6.022
O -34.225 0.877 22.872
O -25.263 -0.666 23.001
O -32.179 1.645 -5.857
O -37.27 -3.018 25.064
O -16.794 -5.738 -3.597
O -25.821 -8.091 -4.836
O -35.367 -5.477 22.108
O -22.413 -0.176 -3.599
O -31.953 0.955 -2.848
O -32.003 -5.172 -5.913
O -38.016 -2.76 22.196
O -47.377 6.222 -5.263
O -23.882 -5.479 25.178
O -34.545 -5.628 -5.296
O -37.478 3.353 24.827
O 21.121 6.558 -1.131
O -36.847 -4.245 -5.544
O -26.508 -6.65 -1.349
O -33.771 3.843 24.783
O -37.964 5.38 -3.387
O -39.317 2.43 -3.797
O -24.825 -3.819 -3.068
O -38.07 2.973 21.638
O -30.852 0.266 25.187
O -17.558 0.521 -1.347
O 36.453 2.069 -1.045
O 40.931 0.075 25.336
O -35.27 -4.698 25.118
O -32.272 -5.402 -3.367
O -13.633 -2.725 -0.493
O -37.738 -5.744 25.468
O 2.566 -4.443 -5.273
O -32.633 7.92 22.021
O -27.329 1.922 -3.867
O -29.721 -7.436 -6.163
O -28.708 4.398 24.249
O -40.492 4.714 -3.461
O -29.877 0.104 21.967
O -11.171 2.371 -4.068
O -37.168 -1.945 -6.792
O -32.554 2.711 21.944
O -26.327 -4.959 24.575
O -38.543 -8.116 25.216
O -37.16 -0.989 -1.272
O -26.1 -4.181 -0.925
O -39.825 7.221 -3.612
O -43.872 2.578 -6.353
O -32.488 3.298 -3.93
O -31.758 -6.402 -1.094
O -34.63 2.548 -5.398
O -26.196 0.868 -6.053
O -38.383 5.686 24.801
O -16.951 -4.33 -1.389
O -30.107 -2.865 -0.421
O -25.541 4.25 25.243
O -23.769 -3.679 -5.41
O -13.204 -1.582 -5.745
O -31.675 -1.292 23.091
O -36.608 -7.305 -1.358
O -31.332 3.248 -1.537
O -29.938 8.138 -0.395
O -15.675 -1.296 -1.53
O -24.532 -1.485 -3.999
O -32.89 6.32 24.974
O -27.676 3.838 -6.576
O -23.751 -0.07 -5.982
O -11.898 1.528 22.942
O -15.088 -6.388 23.228
O -9.057 -2.367 -0.695
O -14.463 7.285 -4.924
O -10.659 -8.137 21.954
O -17.822 7.133 25.505
O -9.492 0.903 23.892
O -19.854 -7.624 25.052
O -8.623 -6.733 22.816
O -9.743 4.594 -1.312
O -17.973 6.257 23.012
O -8.171 5.245 21.944
O -22.778 6.534 -1.393
O -20.162 3.633 -3.948
O -11.523 6.579 -1.305
O -35.337 0.017 25.106
O -10.717 -0.323 -0.341
O -7.205 -4.534 22.859
O -12.354 6.705 23.077
O -18.948 -7.925 -3.359
O -13.509 -5.13 -5.182
O -14.369 4.145 23.075
O -19.017 -2.744 -0.59
O -16.592 7.198 -3.265
O -11.511 -4.296 -0.889
O -13.211 5.438 25.057
O -18.848 5.746 -3.176
O -21.505 -7.875 -2.759
O -8.782 -5.626 -5.784
O -20.897 -7.533 22.687
O -37.658 0.507 -3.35
O -15.014 -2.919 24.994
O -15.193 -7.809 25.485
O -10.765 -2.581 22.044
O -11.95 4.457 -2.682
O -25.23 1.563 24.553
O -10.579 5.313 24.46
O -7.081 -3.734 -1.555
O -20.28 -5.591 -3.262
O -22.628 0.97 -1.281
O -19.903 -0.861 22.922
O -9.887 6.041 -3.434
O -8.279 -8.144 -0.542
O 45.329 0.566 24.796
O -15.777 5.858 24.407
O -8.1 2.708 -0.48
O -18.993 2.629 -0.526
O -13.568 -7.123 -3.451
O -21.791 -5.451 -0.333
O -16.391 0.99 26.033
O -13.807 2.781 -3.534
O -9.89 3.183 22.563
O -22.932 7.009 22.773
O -17.389 -6.712 24.666
O -12.244 -4.348 23.211
O -22.309 1.219 25.685
O 6.683 1.022 -3.525
O -17.366 -3.773 25.918
O -11.959 7.122 -4.187
O -18.853 0.095 25.188
O 31.526 -4.646 -1.128
O -16.39 5.472 -0.404
O -11.643 3.256 -7.217
O -22.963 1.025 23.047
O -41.765 2.744 -4.733
O -15.315 -5.338 25.664
O -12.687 4.328 -5.176
O -18.144 7.24 -1.16
O -9.739 -4.582 23.666
O -16.697 6.297 -5.648
O -18.073 1.019 22.897
O -8.604 -1.273 22.963
O -16.105 1.853 -5.624
O 41.181 7.926 25.557
O -21.428 -1.169 25.997
O 9.158 2.924 25.768
O -43.465 5.453 -3.381
O -19.146 -5.626 22.005
O -20.529 4.513 -1.485
O -16.449 2.871 -3.2
O -16.269 -5.434 -6.172
O -15.169 5.065 -3.739
O -21.6 -2.642 22.046
O -12.722 1.023 -6.153
O -7.903 -5.583 25.169
O -18.8 -5.339 -5.378
O -25.538 -7.169 25.974
O -17.171 -3.4 -4.729
O 9.079 4.368 -6.183
O -27.478 -4.795 -3.153
O -16.462 4.129 -6.939
O -21.469 5.895 -3.515
O -20.468 1.269 -2.821
O -8.399 -2.003 -3.154
O -21.764 2.771 21.633
O -10.776 -0.71 -6.174
O -20.501 1.562 23.793
O 22.371 0.781 -5.512
O -19.633 -2.859 25.087
O -36.738 1.338 23.403
O -26.316 -2.954 -5.018
O -2.281 5.62 -3.059
O -21.381 -5.613 24.341
O 18.278 -4.43 -2.477
O -16.359 8.067 22.036
O 16.004 5.708 -5.503
O -12.5 -7.413 -5.84
O -14.917 3.732 25.73
O 11.328 6.814 -5.917
O -13.569 -0.122 21.911
O -36.805 3.016 -3.034
O -22.188 -3.516 25.509
O -16.244 2.648 22.074
O -40.966 -4.275 -5.712
O 4.493 -7.774 -3.669
O 14.676 -1.429 -5.428
O -22.47 -7.955 24.845
O -5.989 3.069 25.569
O -23.645 7.512 -3.699
O -9.484 -4.258 -2.535
O -20.4 4.071 25.673
O 45.124 4.456 23.231
O 28.292 1.701 -5.489
O -26.645 -0.571 25.182
O -24.751 1.173 -3.901
O -15.661 -6.611 -1.299
O -18.436 1.663 -4.401
O -11.909 -0.14 -3.903
O -22.111 5.808 24.917
O -23.567 7.845 -6.233
O -9.677 8.079 -5.242
O -10.831 2.789 24.966
O -14.843 -0.364 24.519
O 38.015 5.836 -5.426
O -17.926 4.562 25.079
O -19.77 -6.924 -1.097
O -14.729 3.792 -1.407
O -13.599 -8.179 -0.542
O -17.215 -1.688 24.396
O 38.005 3.799 -7.011
O -15.37 -2.003 22.554
O -9.546 -3.043 -5.714
O -46.299 5.923 25.174
O -16.261 0.295 -3.593
O -40.859 6.833 25.06
O -11.461 -5.927 25.252
O -44.805 2.114 -3.994
O -39.081 0.845 -1.187
O 32.348 3.744 25.171
O 47.513 -1.642 -2.134
O 46.45 -7.834 -3.282
O 6.776 4.982 -1.317
O 7.655 -4.159 -5.342
O -30.753 2.727 24.393
O 37.609 -2.724 25.957
O 7.938 0.558 25.45
O 11.377 -7.41 -4.348
O 28.961 -5.673 -3.354
O -1.083 -2.319 24.541
O 24.054 -6.597 -6.219
O -45.247 -4.22 -4.545
O 23.644 0.227 -3.318
O -34.334 -2.194 -5.833
O -20.871 1.625 -5.449
O -32.833 4.14 -6.471
O 13.681 2.71 25.456
O 41.602 -6.892 -5.621
O -33.409 -4.323 -1.213
O 17.832 5.304 -3.62
O 44.475 3.383 25.529
O -28.28 7.151 -4.794
O -2.739 -0.363 24.956
O 27.663 -1.274 -1.057

Results
total energy: -609940.054 eV
total energy less fixed offsets of O -438.25, Si -107.07 eV per atom: -20.854 eV

Forces (eV/angstrom) on atoms 2308 to 2985 of the 3024, counted in the order above; the others are left out for length: element, x, y, z
O 0.08 0.15 0.389
O -0.752 0.226 0.083
O 0.464 0.273 -0.222
O -0.479 0.116 -0.16
O 0.523 0.241 0.139
O 0.146 0.284 -0.601
O 0.457 -0.037 0.137
O 0.624 -0.106 0.118
O -0.271 0.262 0.433
O 0.125 -0.361 0.612
O -0.335 0.05 0.01
O 0.025 -0.381 -0.454
O -0.273 0.199 0.074
O 0.367 0.145 0.289
O 0.126 0.017 0.156
O 0.312 -0.012 -0.043
O 0.247 -0.13 0.277
O -0.649 0.203 0.185
O -0.04 -0.543 -0.324
O -0.198 -0.033 -0.221
O 0.136 0.175 -0.49
O -0.43 0.186 0.558
O -0.239 -0.169 -0.179
O 0.013 0.241 0.226
O -0.121 0.009 0.228
O -0.22 0.252 -0.305
O 0.047 0.101 -0.226
O -0.07 -0.506 -0.034
O -0.191 -0.223 -0.617
O -0.144 -0.064 -0.194
O 0.187 0.15 -0.189
O 0.249 0.2 -0.188
O 0.464 0.17 0.085
O -0.065 -0.106 -0.229
O 0.469 -0.238 0.171
O 0.15 0.596 0.099
O -0.201 0.009 -0.346
O -0.383 -0.149 0.109
O 0.035 0.54 0.011
O -0.202 0.63 -0.047
O 0.17 0.246 0.589
O 0.005 -0.04 -0.151
O 0.314 -0.276 -0.488
O 0.032 -0.024 -0.161
O -0.225 -0.101 -0.558
O -0.324 -0.468 -0.182
O -0.096 -0.117 0.282
O 0.249 -0.025 -0.163
O 0.685 -0.079 -0.157
O -0.365 0.507 0.404
O -0.493 0.494 0.084
O -0.652 0.551 0.033
O 0.089 -0.157 -0.72
O -0.121 -0.105 0.128
O 0.339 0.29 -0.014
O -0.11 0.069 -0.121
O -0.112 0.374 -0.342
O -0.099 0.393 0.532
O -0.764 -0.087 -0.409
O -0.001 0.088 0.182
O -0.281 -0.034 0.397
O -0.087 0.149 -0.03
O 0.377 -0.207 -0.263
O 0.457 -0.435 0.096
O -0.478 0.377 -0.216
O -0.011 0.003 0.456
O 0.146 -0.018 0.334
O -0.454 -0.048 0.321
O -0.238 -0.482 -0.499
O -0.119 0.457 0.061
O -0.05 0.601 0.079
O -0.369 0.001 0.32
O -0.011 -0.03 -0.529
O -0.09 -0.366 -0.231
O 0.514 0.187 0.482
O 0.309 -0.473 -0.469
O 0.182 -0.062 0.51
O -0.039 -0.25 0.243
O -0.283 0.239 0.547
O -0.183 0.244 0.29
O 0.273 0.256 0.587
O 0.445 -0.181 -0.219
O 0.044 -0.712 -0.24
O -0.033 0.07 0.184
O -0.064 0.003 0.257
O -0.163 -0.358 0.068
O 0.296 0.086 -0.062
O 0.208 0.434 0.076
O 0.146 -0.07 0.06
O -0.072 -0.226 -0.226
O -0.075 0.29 0.598
O -0.346 0.088 0.471
O 0.131 0.048 -0.112
O 0.202 0.146 -0.251
O -0.097 0.188 0.641
O 0.665 0.105 0.248
O 0.106 0.41 -0.124
O 0.615 -0.094 0.17
O 0.475 -0.156 0.386
O -0.17 0.061 0.217
O 0.075 -0.229 -0.053
O 0.041 -0.321 -0.311
O -0.101 -0.268 0.367
O -0.584 0.214 -0.125
O -0.01 -0.301 -0.316
O 0.044 -0.005 -0.524
O -0.252 0.338 0.341
O -0.094 -0.105 -0.587
O -0.279 0.073 0.44
O -0.298 0.174 -0.158
O -0.36 -0.295 0.283
O -0.102 0.022 -0.54
O -0.227 0.338 0.169
O -0.151 -0.382 -0.289
O 0.112 -0.2 0.349
O 0.152 -0.469 -0.197
O 0.31 -0.418 -0.323
O -0.385 0.259 0.278
O -0.22 -0.006 -0.295
O 0.115 -0.388 0.077
O 0.01 0.152 0.505
O 0.599 -0.073 0.422
O 0.09 -0.069 -0.214
O -0.233 0.016 0.381
O 0.133 0.291 -0.132
O -0.316 -0.071 -0.339
O -0.116 -0.119 -0.048
O 0.135 0.021 0.17
O 0.428 0.704 0.137
O -0.243 -0.276 0.214
O -0.367 -0.129 -0.249
O -0.05 -0.214 0.079
O -0.056 0.43 -0.039
O -0.255 -0.569 0.071
O -0.241 -0.026 0.158
O -0.336 0.221 -0.307
O 0.287 -0.338 -0.139
O -0.342 -0.458 0.424
O -0.142 -0.022 -0.179
O -0.106 -0.518 0.35
O -0.186 -0.031 -0.596
O 0.265 0.223 0.331
O -0.67 -0.058 0.085
O 0.021 0.022 -0.688
O 0.18 -0.066 -0.464
O 0.492 0.253 0.161
O -0.024 -0.033 -0.464
O 0.026 0.259 0.077
O 0.185 0.056 -0.318
O -0.402 -0.446 0.05
O -0.009 -0.222 0.594
O -0.465 0.342 -0.247
O 0.171 0.313 -0.557
O -0.126 0.149 0.261
O 0.108 -0.152 0.095
O 0.137 -0.129 0.131
O -0.025 0.026 0.217
O -0.018 -0.035 -0.129
O -0.197 -0.607 0.248
O -0.443 0.117 0.602
O -0.003 -0.274 -0.319
O -0.451 -0.129 0.004
O 0.027 0.248 -0.297
O -0.024 -0.207 0.462
O -0.215 -0.423 -0.231
O -0.215 -0.191 -0.374
O 0.263 -0.222 -0.278
O 0.428 0.585 0.092
O 0.185 -0.057 -0.329
O 0.266 -0.155 -0.508
O -0.308 -0.498 -0.145
O -0.182 -0.074 -0.444
O 0.093 -0.539 0.434
O -0.233 -0.009 -0.492
O 0.373 0.094 0.406
O -0.473 0.067 0.207
O 0.188 -0.118 0.419
O -0.531 -0.236 0.183
O 0.362 -0.165 -0.201
O -0.579 0.149 -0.221
O -0.153 0.269 0.34
O 0.137 -0.417 0.247
O -0.267 -0.43 0.322
O 0.495 -0.35 -0.145
O -0.273 -0.177 0.007
O -0.54 0.115 0.047
O -0.722 -0.153 0.407
O 0.298 0.478 -0.04
O 0.001 0.219 -0.243
O -0.143 0.223 -0.298
O 0.121 0.412 0.205
O 0.327 0.318 0.176
O 0.323 0.039 0.299
O 0.343 0.14 0.473
O 0.099 -0.009 0.48
O 0.524 -0.516 -0.089
O -0.121 0.385 -0.129
O -0.321 -0.16 -0.476
O -0.136 0.472 -0.064
O -0.348 0.113 -0.699
O 0.486 -0.051 0.354
O -0.259 0.235 -0.332
O 0.316 -0.058 -0.155
O -0.052 -0.244 -0.09
O 0.147 0.297 0.153
O -0.168 0.115 0.264
O -0.067 -0.087 0.136
O 0.009 -0.152 -0.103
O 0.161 0.207 -0.754
O -0.256 0.361 -0.07
O -0.336 0.046 -0.691
O -0.534 -0.069 0.194
O 0.014 -0.272 -0.473
O 0.057 0.525 0.265
O 0.037 -0.023 -0.584
O 0.272 0.376 -0.401
O 0.169 0.145 -0.325
O -0.137 0.057 0.187
O 0.171 -0.058 -0.142
O 0.143 0.431 -0.256
O -0.189 -0.06 -0.375
O -0.686 0.089 -0.039
O 0.146 0.438 0.014
O -0.157 -0.638 -0.066
O 0.266 0.198 -0.56
O -0.181 -0.1 0.06
O -0.287 -0.071 -0.156
O 0.094 0.088 0.159
O 0.268 -0.087 0.137
O -0.162 -0.166 0.005
O 0.137 0.251 0.124
O 0.097 0.095 0.636
O 0.059 -0.286 -0.005
O 0.325 -0.265 0.001
O 0.503 0.038 -0.014
O -0.101 0.205 0.627
O -0.159 0.53 -0.067
O -0.011 0.233 -0.163
O -0.603 -0.401 0.325
O -0.139 0.127 0.373
O 0.087 -0.071 0.592
O 0.355 0.175 0.033
O 0.081 -0.181 -0.155
O -0.832 -0.049 0.011
O 0.081 0.249 -0.07
O 0.275 0.235 -0.415
O -0.554 0.46 0.026
O -0.362 -0.424 -0.415
O -0.012 -0.049 -0.326
O 0.374 -0.278 0.298
O 0.205 -0.094 0.356
O -0.075 0.057 0.232
O 0.359 0.294 -0.295
O -0.028 -0.704 -0.167
O 0.236 0.013 -0.471
O 0.246 -0.059 0.156
O 0.035 -0.245 0.213
O 0.17 0.026 0.167
O 0.548 -0.18 -0.222
O -0.049 0.04 -0.315
O 0.182 0.097 0.549
O -0.428 -0.444 -0.093
O -0.407 -0.495 -0.097
O 0.574 0.164 -0.016
O 0.634 0.214 0.237
O -0.101 -0.278 0.411
O -0.579 -0.018 0.317
O -0.233 0.165 -0.259
O 0.196 0.194 0.196
O -0.058 0.02 0.375
O -0.469 0.014 0.172
O 0.35 0.234 0.401
O -0.378 0.174 0.109
O -0.028 -0.607 0.249
O 0.342 0.1 -0.417
O -0.575 -0.523 -0.148
O 0.25 0.002 0.271
O 0.042 -0.159 -0.15
O 0.481 -0.292 -0.181
O -0.35 -0.381 0.092
O -0.442 -0.139 -0.211
O 0.129 -0.328 0.286
O 0.339 -0.074 -0.645
O -0.104 0.104 0.211
O -0.157 -0.059 0.051
O -0.372 -0.071 0.034
O 0.228 -0.145 0.188
O -0.049 0.404 0.13
O 0.485 -0.474 -0.123
O 0.568 -0.145 0.096
O 0.073 0.227 -0.424
O -0.798 -0.193 0.001
O -0.341 -0.524 0.214
O 0.139 0.148 0.247
O -0.048 -0.229 -0.716
O -0.47 -0.129 -0.024
O 0.202 -0.044 -0.242
O -0.027 0.348 0.14
O 0.064 0.017 -0.51
O -0.159 0.211 0.53
O -0.328 0.114 0.127
O 0.38 0.254 -0.42
O 0.728 -0.031 0.126
O -0.143 -0.144 -0.144
O -0.433 0.311 0.098
O 0.103 0.188 -0.326
O 0.44 0.199 0.107
O -0.256 0.164 0.197
O -0.263 0.233 -0.402
O 0.138 0.058 -0.512
O 0.131 0.587 0.336
O -0.045 0 -0.32
O -0.142 0.204 -0.649
O -0.106 0.175 -0.282
O 0.202 0.102 -0.24
O 0.097 -0.101 -0.458
O -0.112 0.084 0.232
O -0.374 0.127 0.13
O 0.045 0.162 0.046
O -0.189 -0.287 -0.341
O -0.419 -0.236 0.016
O 0.607 0.195 -0.196
O 0.075 0.183 0.474
O 0.596 0.41 -0.187
O -0.088 -0.232 -0.703
O -0.119 -0.074 -0.025
O -0.122 -0.257 -0.036
O 0.189 -0.014 -0.124
O -0.389 -0.154 -0.393
O 0.069 -0.021 0.214
O -0.382 0.234 0.052
O 0.264 -0.262 0.072
O 0.315 -0.305 0.294
O 0.001 0.402 -0.059
O -0.304 0.154 -0.211
O -0.006 -0.347 -0.042
O -0.303 -0.544 -0.075
O 0.186 0.24 -0.024
O -0.107 0.172 0.016
O 0.199 0.245 -0.063
O -0.203 -0.012 -0.018
O 0.436 0.226 -0.371
O 0.584 -0.095 0.175
O 0.236 -0.003 0.481
O -0.299 -0.093 -0.283
O 0.44 0.426 -0.183
O 0.587 0.064 -0.081
O -0.167 -0.325 -0.342
O 0.174 0.268 -0.239
O 0.011 -0.057 0.357
O -0.361 -0.453 0.193
O -0.076 -0.407 -0.609
O 0.161 0.183 0.696
O 0.105 0.537 0.019
O -0.195 -0.357 -0.076
O -0.135 0.232 0.033
O -0.182 0.216 -0.748
O -0.459 -0.05 -0.406
O 0.3 0.226 -0.162
O 0.022 -0.341 0.233
O 0.057 -0.267 0.621
O 0.701 0.044 0.345
O 0.076 -0.378 0.406
O -0.121 -0.088 -0.192
O 0.347 0.077 0.185
O 0.258 0.161 0.117
O 0.011 -0.266 -0.249
O -0.329 0.103 -0.307
O 0.319 0.541 -0.297
O -0.218 -0.148 -0.154
O 0.124 -0.067 0.19
O 0.371 0.329 0.146
O -0.548 -0.285 -0.337
O -0.183 0.205 0.198
O 0.281 0.162 0.143
O 0.159 -0.076 0.399
O -0.146 0.16 -0.35
O -0.05 -0.031 0.286
O 0.652 0.36 -0.169
O -0.098 0.703 0.088
O -0.046 0.304 -0.056
O 0.134 -0.1 -0.651
O -0.246 -0.152 -0.033
O 0.053 -0.09 0.373
O -0.304 0.15 0.347
O -0.049 0.113 -0.026
O -0.393 0.416 0.446
O 0.135 0.168 -0.197
O 0.523 0.236 0.244
O -0.063 -0.256 0.123
O -0.602 0.359 -0.132
O -0.791 -0.101 -0.274
O -0.334 0.057 0.093
O 0.344 -0.304 -0.22
O 0.595 0.267 0.12
O 0.043 -0.04 -0.331
O 0.448 0.303 0.072
O -0.357 -0.139 0.194
O -0.188 0.007 -0.381
O 0.01 -0.113 0.352
O 0.695 0.338 -0.141
O -0.007 -0.638 -0.039
O 0.012 0.041 -0.203
O 0.077 -0.224 0.276
O 0.216 -0.35 -0.412
O 0.172 0.036 -0.03
O 0.222 0.184 -0.246
O 0.325 0.486 -0.136
O 0.275 0.087 0.429
O 0.793 -0.047 0.026
O 0.567 0.3 -0.298
O 0.047 0.078 0.72
O -0.101 0.01 0.16
O 0.293 0.583 0.128
O -0.221 -0.484 0.08
O 0.265 -0.296 -0.217
O 0.101 -0.103 0.072
O -0.147 0.194 -0.162
O 0.04 0.076 0.015
O -0.122 0.175 0.5
O -0.3 -0.428 -0.339
O 0.248 -0.339 -0.043
O -0.034 0.127 0.173
O -0.208 0.088 -0.291
O 0.406 -0.207 -0.245
O -0.08 -0.069 -0.458
O -0.242 -0.15 0.242
O -0.141 0.263 0.053
O 0.555 0.353 0.067
O 0.242 -0.355 -0.288
O 0.249 0.524 0.08
O 0.013 0.04 -0.184
O 0.372 -0.21 -0.034
O -0.206 -0.421 -0.196
O 0.002 0.685 0.343
O -0.227 -0.601 -0.115
O -0.68 0.325 0.321
O 0.316 -0.08 -0.179
O -0.227 -0.268 0.152
O -0.242 0.071 0.07
O 0.476 -0.14 0.362
O -0.033 0.009 0.483
O 0.187 -0.332 0.303
O -0.512 0.184 -0.193
O 0.178 0.549 -0.441
O -0.792 0.154 -0.21
O 0.391 0.549 -0.056
O 0.117 -0.028 0.378
O 0.436 -0.169 0.271
O -0.101 -0.403 0.004
O -0.113 0.122 -0.026
O 0.008 -0.139 -0.469
O 0.044 -0.218 -0.539
O -0.096 0.283 0.272
O 0.124 0.105 -0.271
O -0.249 -0.131 -0.178
O 0.456 -0.1 0.348
O 0.294 -0.261 -0.529
O -0.01 -0.103 0.034
O -0.12 -0.043 -0.329
O -0.444 -0.071 -0.006
O -0.071 0.599 0.048
O -0.163 -0.369 -0.234
O 0.309 0.311 -0.243
O 0.084 0.001 0.57
O 0.202 -0.189 -0.095
O -0.13 0.191 0.418
O 0.043 0.21 -0.209
O 0.248 -0.45 -0.276
O 0.084 0.088 -0.141
O 0.404 0.26 -0.606
O -0.27 -0.282 0.391
O 0.237 0.208 0.233
O 0.347 0.02 -0.336
O 0.078 -0.097 0.254
O -0.233 0.01 0.004
O -0.17 0.057 -0.029
O 0.523 -0.082 0.189
O 0.159 -0.303 0.057
O 0.403 -0.11 0.173
O 0.529 -0.162 0.436
O 0.215 -0.01 -0.579
O -0.155 -0.289 -0.192
O -0.121 0.49 0.283
O 0.32 0.193 0.239
O -0.181 -0.141 -0.438
O 0.251 0.053 -0.625
O 0.287 0.031 -0.427
O -0.018 0.338 0.413
O -0.387 0.129 -0.433
O 0.104 -0.096 0.316
O -0.265 -0.072 0.226
O -0.075 -0.051 0.398
O 0.016 0.417 -0.067
O -0.524 0.157 0.124
O 0.022 -0.212 -0.599
O -0.143 -0.452 -0.246
O 0.109 0.081 -0.685
O -0.311 -0.25 0.336
O -0.203 -0.598 -0.021
O -0.101 0.149 0.012
O 0.504 0.039 -0.185
O -0.077 -0.004 -0.235
O -0.324 0.063 0.001
O -0.252 0.049 0.114
O -0.147 -0.424 0.047
O -0.116 -0.388 -0.077
O -0.085 0.108 -0.182
O 0.273 0.491 -0.258
O -0.58 0.028 -0.144
O -0.117 -0.17 0.196
O 0.139 -0.186 -0.259
O -0.373 0.085 -0.086
O 0.778 -0.118 0.067
O -0.675 0.032 0.257
O 0.111 -0.223 0.404
O 0.37 0.28 -0.436
O -0.24 0.134 0.474
O 0.003 0.185 0.07
O 0.308 0.438 0.143
O -0.243 0.174 0.55
O 0.283 -0.099 -0.391
O -0.174 -0.076 0.545
O 0.113 0.399 0.181
O -0.041 0.428 -0.638
O -0.02 0.414 0.22
O -0.108 0.34 -0.488
O -0.267 0.096 0.518
O -0.645 -0.129 -0.099
O -0.076 -0.438 0.197
O 0.265 -0.042 -0.21
O 0.151 -0.127 -0.515
O 0.306 0.009 0.253
O 0.226 0.202 -0.276
O -0.448 -0.506 0.631
O -0.313 -0.372 0.167
O -0.277 -0.342 -0.236
O -0.133 -0.021 -0.253
O 0.198 0.045 -0.28
O -0.037 0.067 -0.432
O -0.04 -0.143 0.612
O -0.054 0.066 0.022
O -0.29 -0.257 0.448
O 0.657 0.018 -0.339
O -0.159 -0.065 0.445
O 0.163 0.217 0.125
O 0.2 -0.2 0.08
O 0.002 -0.091 -0.316
O 0.076 -0.137 0.09
O -0.311 -0.098 0.552
O -0.389 -0.147 0.094
O 0.044 0.098 0.309
O 0.469 -0.548 0.427
O -0.133 0.163 -0.049
O -0.633 0.044 0.18
O 0.062 0.255 0.11
O 0.308 -0.803 -0.006
O 0.057 0.158 -0.425
O 0.392 0.374 -0.1
O -0.174 0.225 0.218
O 0.232 -0.209 -0.528
O 0.298 0.109 0.3
O -0.392 0.099 0.187
O 0.29 0.251 -0.365
O -0.55 0.292 -0.181
O 0.508 -0.217 0.061
O 0.107 -0.057 -0.202
O 0.148 0.292 0.294
O 0.101 -0.017 -0.27
O -0.21 0.216 0.564
O 0.336 -0.255 -0.119
O -0.5 0.302 -0.119
O 0.339 0.133 0.318
O -0.439 -0.631 -0.137
O 0.338 -0.125 -0.07
O 0.451 -0.112 -0.081
O 0.249 -0.508 -0.082
O -0.013 0.176 0.099
O -0.622 0.096 0.247
O 0.098 0.12 -0.055
O 0.28 0.082 -0.432
O 0.473 0.181 -0.733
O -0.03 0.19 0.497
O -0.005 0.027 -0.357
O 0.277 -0.329 0.613
O 0.422 0.088 0.05
O -0.122 0.25 -0.633
O -0.604 0.399 0.179
O 0.085 0.313 0.185
O 0.041 0.11 -0.27
O 0.006 0.123 -0.647
O -0.106 -0.357 0.631
O 0.059 0.126 -0.554
O 0.033 0.207 -0.1
O -0.094 -0.441 0.104
O -0.39 -0.07 0.135
O 0.184 0.627 -0.196
O -0.321 0.338 -0.243
O -0.735 0.095 0.273
O 0.16 0.445 0.414
O 0.467 -0.331 0.414
O -0.516 -0.095 0.435
O -0.315 -0.344 0.661
O -0.387 -0.383 0.099
O -0.106 -0.274 0.048
O -0.231 -0.042 -0.193
O 0.575 -0.045 -0.238
O -0.274 -0.282 0.048
O -0.392 -0.057 0.557
O 0.595 -0.066 0.268
O -0.356 0.503 0.012
O -0.3 0.314 0.009
O 0.146 0.264 -0.159
O -0.038 0.094 0.115
O 0.2 0.134 0.384
O 0.153 -0.325 0.074
O 0.499 -0.514 -0.28
O 0.027 0.404 -0.094
O 0.351 0.167 -0.245
O 0.362 -0.245 -0.032
O 0.073 -0.407 -0.41
O -0.466 -0.007 0.428
O -0.708 0.273 0.046
O -0.334 0.291 0.183
O 0.492 -0.189 0.108
O 0.238 0.155 0.085
O 0.142 0.012 0.18
O -0.158 0.195 0.213
O -0.198 -0.244 0.273
O 0.081 -0.285 -0.145
O -0.21 -0.799 0.019
O 0.329 0.36 0.019
O 0.345 0.168 0.11
O 0.396 0.142 -0.24
O -0.446 -0.074 0.135
O -0.476 -0.01 -0.494
O 0.189 -0.029 0.307
O -0.263 -0.312 -0.086
O 0.108 -0.041 0.062
O -0.029 0.235 -0.45
O 0.029 0.167 -0.357
O -0.356 -0.461 -0.333
O -0.146 -0.209 -0.45
O -0.076 0.375 -0.438
O -0.276 0.292 0.253
O 0.172 -0.541 -0.11
O 0.354 0.252 -0.043
O 0.071 0.476 0.051
O -0.169 -0.014 -0.029
O 0.09 -0.249 0.168
O 0.095 -0.19 -0.284
O -0.346 -0.319 -0.058
O 0.328 0.043 0.166
O -0.027 0.083 0.423
O 0.31 -0.36 0.004
O -0.19 -0.037 0.337
O 0.091 -0.067 0.524
O 0.687 -0.323 -0.019
O -0.225 0.142 0.257
O -0.355 0.282 -0.39
O -0.436 0.232 0.661
O -0.269 -0.202 -0.172
O -0.606 -0.031 0.121
O 0.083 -0.109 -0.383
O -0.309 -0.093 0.476
O -0.229 0.686 -0.075
O -0.299 -0.109 0.465
O -0.387 0.314 -0.342
O 0.257 0.369 0.572
O -0.465 -0.43 -0.145
O -0.093 -0.067 -0.356
O -0.188 -0.634 0.539
O 0.062 0.14 0.335
O 0.285 -0.169 0.114
O -0.294 0.056 0.01
O -0.584 -0.211 0.502
O 0.502 0.243 -0.464
O -0.201 0.141 -0.116
